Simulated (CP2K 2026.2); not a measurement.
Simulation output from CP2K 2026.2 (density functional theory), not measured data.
Periodic cell of 3024 atoms, Si2160O864, from a study of silicon, its oxide and their interface. The atomic structure is a simulated model.
Doubt: the forces sum to 4.27 eV/angstrom along one axis rather than to zero, so they err by at least 0.0014 eV/angstrom per atom on average; the grid cutoff is modest.

Settings: functional PBE; method Gaussian and plane waves; basis set DZVP-MOLOPT-SR-GTH; pseudopotentials GTH-PBE; grid cutoff 300 Ry, relative cutoff 40 Ry; k points Gamma only; occupations fixed; spin none; net charge 0.

Cell vectors (angstrom)
a 97.92 0 0
b 0 16.32 0
c 1.836 -6.7302 33.499

Atoms: element, x, y, z (angstrom)
Si 1.399 -1.112 -0.306
Si 4.034 1.593 -0.113
Si 1.791 3.817 -0.125
Si 4.295 6.622 0.149
Si 1.353 -6.59 0.341
Si 4.38 -4.401 0.183
Si 7.153 -1.726 0.034
Si 9.802 1.035 -0.273
Si 6.55 4.325 0.02
Si 9.701 6.531 -0.221
Si 6.615 9.835 0.156
Si -6.973 -3.911 -0.265
Si -4.242 -1.293 -0.151
Si -0.921 1.044 -0.376
Si -4.332 4.473 -0.069
Si -1.473 7.153 -0.121
Si -3.809 -7.062 -0.1
Si -1.02 -4.423 0.119
Si 2.843 0.007 1.156
Si 5.502 2.703 1.312
Si 2.728 5.399 1.331
Si 5.476 8.204 1.386
Si 2.89 -5.458 1.604
Si 5.529 -2.759 1.362
Si 8.225 0.004 1.194
Si -5.382 2.737 1.128
Si 8.234 5.403 1.224
Si -5.372 8.137 1.246
Si 8.136 -5.417 1.527
Si -5.426 -2.82 1.15
Si -2.551 -0.072 0.981
Si 0.097 2.665 1.051
Si -2.636 5.516 1.158
Si 0.051 8.118 1.375
Si -2.713 -5.503 1.282
Si 0.179 -2.669 1.108
Si 1.429 1.344 2.517
Si 4.132 4.061 2.669
Si 1.365 6.72 2.683
Si 4.164 9.438 2.87
Si 1.437 -3.977 2.656
Si 4.132 -1.348 2.594
Si 6.872 1.329 2.595
Si 9.559 3.999 2.552
Si 6.898 6.796 2.622
Si 9.571 -6.868 2.631
Si 6.806 -4.052 2.843
Si -6.782 -1.39 2.448
Si -3.943 1.33 2.384
Si -1.29 4.04 2.43
Si -4.008 6.792 2.602
Si -1.331 -6.815 2.679
Si -4.075 -4.116 2.555
Si -1.259 -1.378 2.47
Si 0.05 -0.009 3.88
Si 2.742 2.686 3.959
Si -0.009 5.343 3.945
Si 2.72 8.073 4.071
Si 0.045 -5.4 3.958
Si 2.782 -2.664 4.016
Si 5.487 -0.003 3.964
Si 8.204 2.697 3.966
Si 5.506 5.439 3.981
Si 8.22 -8.192 4.022
Si 5.482 -5.455 4.16
Si 8.175 -2.667 4.115
Si -5.369 -0.017 3.76
Si -2.659 2.688 3.813
Si -5.438 5.385 3.841
Si -2.697 8.138 3.998
Si -5.45 -5.469 3.884
Si -2.666 -2.727 3.843
Si 1.318 -1.374 16.108
Si 4.04 1.36 16.201
Si 1.34 4.071 16.222
Si 4.027 6.799 16.209
Si 1.311 -6.874 16.202
Si 4.032 -4.118 16.206
Si 6.748 -1.373 16.251
Si -6.829 1.291 16.124
Si 6.774 4.07 16.232
Si -6.808 6.76 16.118
Si 6.747 -6.822 16.237
Si -6.859 -4.135 16.157
Si -4.138 -1.428 16.146
Si -1.388 1.366 16.142
Si -4.088 4.039 16.128
Si -1.366 6.741 16.168
Si -4.128 9.45 16.082
Si -1.415 -4.12 16.128
Si 2.628 -0.005 17.491
Si 5.426 2.697 17.566
Si 2.69 5.457 17.595
Si 5.385 8.123 17.599
Si 2.694 -5.527 17.542
Si 5.353 -2.73 17.579
Si 8.108 -0.034 17.643
Si -5.482 2.682 17.441
Si 8.092 5.439 17.628
Si -5.423 8.081 17.483
Si 8.108 -5.419 17.546
Si -5.513 -2.787 17.526
Si -2.767 -0.02 17.431
Si -0.039 2.705 17.562
Si -2.707 5.362 17.514
Si -0.023 -8.256 17.587
Si -2.813 -5.498 17.429
Si -0.023 -2.746 17.437
Si 1.306 1.322 18.903
Si 4.116 4.105 18.895
Si 1.344 6.745 19.062
Si 4.039 -6.863 18.972
Si 1.308 -4.128 18.791
Si 3.938 -1.336 18.876
Si 6.736 1.325 18.967
Si -6.839 4.059 18.773
Si 6.718 6.767 18.991
Si -6.775 9.42 18.848
Si 6.732 -4.095 18.914
Si 9.453 -1.358 19.069
Si -4.134 1.323 18.785
Si -1.365 4.06 18.959
Si -4.065 6.705 18.85
Si -1.493 -6.857 18.779
Si -4.18 -4.212 18.835
Si -1.391 -1.372 18.747
Si -0.084 -0.052 20.224
Si 2.724 2.721 20.145
Si -0.029 5.327 20.467
Si 2.754 8.142 20.446
Si -0.145 -5.461 20.043
Si 2.621 -2.776 20.188
Si 5.263 0.018 20.268
Si 8.108 2.682 20.328
Si 5.461 5.359 20.427
Si 8.121 8.229 20.144
Si 5.396 -5.48 20.286
Si 8.036 -2.738 20.332
Si -5.494 -0.008 20.176
Si -2.793 2.666 20.179
Si -5.467 5.339 20.148
Si -2.751 -8.228 20.217
Si -5.461 -5.578 20.295
Si -2.792 -2.771 19.991
Si 0.943 -1.768 21.45
Si 4.203 1.658 21.595
Si 1.632 4.083 21.681
Si 3.809 6.395 21.739
Si 1.079 -6.841 21.433
Si 4.259 -3.842 21.481
Si 6.39 -1.557 21.522
Si -6.51 1.634 21.519
Si 6.613 3.722 21.782
Si -6.634 6.802 21.53
Si 6.987 -6.644 21.561
Si 9.148 -4.438 21.5
Si -3.925 -1.272 21.326
Si -1.765 1.034 21.473
Si -4.315 3.835 21.499
Si -1.065 7.149 21.56
Si -4.407 -7.27 21.586
Si -1.345 -3.937 21.354
Si 7.747 1.235 25.931
Si 6.1 4.133 -2.969
Si -7.051 1.727 -5.709
Si -1.276 -4.595 -5.312
Si -3.419 4.644 24.344
Si 1.59 -6.879 -2.601
Si 2.557 -3.147 -2.134
Si 1.012 -5.488 24.237
Si -5.574 -5.753 -2.412
Si -1.833 -4.576 24.278
Si 2.732 4.435 -5.51
Si -9.23 3.821 -5.518
Si -0.087 7.003 -2.959
Si -5.099 5.497 -5.173
Si 0.419 -7.843 26.078
Si 2.766 -1.619 25.808
Si -4.039 1.831 25.426
Si 1.089 4.268 -3.102
Si 3.648 -4.11 24.423
Si -1.242 -7.677 -5.168
Si -1.66 6.855 24.654
Si 9.205 -4.132 25.997
Si -3.624 -7.097 24.638
Si -1.255 2.377 -3.227
Si -3.781 3.616 -3.004
Si 0.928 -1.048 -5.568
Si 6.854 3.773 24.768
Si -7.796 -0.241 23.667
Si 3.739 7.424 -5.43
Si -4.376 -4.108 -4.825
Si 0.65 -0.686 24.187
Si -5.646 -2.569 23.593
Si -6.821 -4.001 -6.869
Si -5.755 1.294 -3.052
Si 5.242 1.207 -3.016
Si 5.946 -1.901 -5.483
Si 4.32 2.36 -7.267
Si -4.162 -1.393 -3.186
Si 2.2 1.973 23.869
Si 3.77 -0.008 -5.448
Si 1.227 8.034 -6.989
Si -1.838 0.593 24.251
Si -8.029 5.153 23.866
Si -7.833 -7.912 -2.405
Si -1.692 -0.203 -4.624
Si -3.785 7.832 -6.37
Si 1.349 -3.72 -6.338
Si -0.259 -4.502 -2.564
Si 7.053 -1.072 -2.964
Si 3.255 -4.958 -4.412
Si 5.001 6.087 24.644
Si -3.799 -3.259 25.978
Si 4.801 6.826 -2.656
Si 7.411 7.799 23.857
Si 1.378 -1.33 5.32
Si 4.106 1.343 5.321
Si 1.369 4.025 5.317
Si 4.123 6.743 5.379
Si 1.364 9.516 5.332
Si 4.081 -4.063 5.406
Si 6.788 -1.329 5.414
Si 9.558 1.379 5.356
Si 6.84 4.057 5.33
Si -6.79 6.765 5.188
Si 6.875 -6.834 5.417
Si -6.8 12.224 5.217
Si -4.051 -1.37 5.183
Si -1.327 1.344 5.228
Si -4.06 4.023 5.187
Si -1.348 6.738 5.302
Si -4.099 -6.816 5.277
Si -1.355 -4.072 5.279
Si 2.738 0.002 6.693
Si 5.459 2.706 6.684
Si 2.73 5.385 6.69
Si 5.464 -8.187 6.727
Si 2.712 -5.451 6.714
Si 5.441 -2.71 6.757
Si 8.181 0.026 6.727
Si -5.435 2.67 6.541
Si -8.15 5.391 6.538
Si -5.456 8.116 6.597
Si -8.152 10.842 6.565
Si -5.417 -2.736 6.557
Si -2.707 -0.02 6.577
Si 0 2.674 6.654
Si -2.736 5.378 6.612
Si -0.001 8.128 6.656
Si -2.725 -5.449 6.62
Si 0.006 -2.719 6.649
Si 1.359 1.341 8.039
Si 4.088 4.044 8.055
Si 1.367 6.775 8.018
Si 4.085 -6.815 8.056
Si 1.338 -4.086 8.039
Si 4.065 -1.357 8.083
Si 6.805 1.367 8.077
Si -6.79 4.036 7.912
Si 6.813 6.77 8.077
Si -6.807 9.485 7.947
Si 6.807 -4.087 8.088
Si -6.789 -1.39 7.916
Si -4.083 1.327 7.935
Si -1.371 4.041 7.99
Si -4.093 6.756 7.958
Si -1.377 -6.824 7.988
Si -4.088 -4.091 7.963
Si -1.371 -1.369 7.987
Si -0.012 -0.03 9.373
Si 2.716 2.695 9.404
Si -0.011 5.41 9.352
Si 2.715 -8.186 9.391
Si -0.026 -5.467 9.37
Si 2.698 -2.734 9.412
Si 5.436 0.001 9.428
Si -8.145 2.678 9.285
Si 5.436 5.414 9.42
Si -8.164 8.114 9.295
Si 5.431 -5.453 9.425
Si -8.147 -2.756 9.28
Si -5.443 -0.035 9.298
Si -2.736 2.676 9.329
Si -5.45 5.39 9.307
Si -2.739 8.122 9.327
Si -5.447 -5.472 9.308
Si -2.732 -2.742 9.338
Si 1.333 -1.381 10.762
Si 4.067 1.347 10.782
Si 1.345 4.064 10.732
Si 4.068 -9.539 10.762
Si 1.341 -6.825 10.731
Si 4.061 -4.093 10.77
Si 6.781 -1.364 10.794
Si -6.801 1.32 10.664
Si -9.498 4.034 10.662
Si -6.805 6.757 10.666
Si -9.518 9.478 10.656
Si -6.81 -4.116 10.664
Si -4.103 -1.39 10.685
Si -1.38 1.333 10.711
Si -4.093 4.037 10.683
Si -1.377 6.771 10.697
Si -4.096 9.486 10.682
Si -1.388 -4.105 10.72
Si 2.7 -0.021 12.123
Si 5.417 2.708 12.152
Si 2.702 5.417 12.105
Si 5.41 -8.18 12.141
Si 2.691 -5.467 12.105
Si 5.42 -2.736 12.137
Si 8.126 0.002 12.158
Si -5.45 2.673 12.041
Si -8.152 5.395 12.035
Si -5.452 8.12 12.037
Si -8.172 10.843 12.022
Si -5.464 -2.761 12.04
Si -2.748 -0.034 12.053
Si -0.019 2.696 12.072
Si -2.734 5.401 12.044
Si -0.02 8.122 12.074
Si -2.748 -5.482 12.065
Si -0.033 -2.755 12.101
Si 1.336 1.357 13.454
Si 4.051 4.074 13.492
Si 1.334 6.768 13.451
Si 4.042 -6.816 13.481
Si 1.323 -4.123 13.464
Si 4.058 -1.381 13.488
Si 6.766 1.35 13.522
Si -6.801 4.032 13.404
Si 6.76 -9.533 13.517
Si -6.824 9.481 13.384
Si 6.769 -4.09 13.516
Si 9.468 -1.343 13.537
Si -4.105 1.314 13.418
Si -1.376 4.057 13.422
Si -4.091 6.758 13.402
Si -1.382 9.477 13.427
Si -4.122 -4.125 13.412
Si -1.405 -1.384 13.433
Si -0.045 -0.006 14.778
Si 2.684 2.716 14.841
Si -0.013 5.395 14.809
Si 2.679 8.132 14.819
Si -0.035 -5.501 14.817
Si 2.692 -2.762 14.813
Si 5.403 -0.017 14.868
Si 8.124 2.704 14.892
Si 5.4 5.426 14.875
Si 8.111 -8.174 14.885
Si 5.402 -5.465 14.853
Si 8.112 -2.712 14.881
Si -5.469 -0.061 14.767
Si -2.742 2.692 14.758
Si -5.446 5.4 14.765
Si -2.725 8.097 14.777
Si -5.496 -5.483 14.767
Si -2.77 -2.762 14.772
Si 17.474 -1.485 0.112
Si 20.165 1.634 0.274
Si 17.907 3.8 -0.031
Si 20.763 6.618 0.031
Si 17.403 -6.549 0.2
Si 20.837 -4.119 0.025
Si 23.533 -1.605 0.376
Si 26.187 1.108 0.121
Si 22.743 4.152 0.143
Si 25.968 6.614 0.103
Si 22.922 9.885 0.277
Si 9.337 -3.928 0.245
Si 11.95 -1.275 0.068
Si 15.3 0.775 -0.219
Si 12.021 4.389 -0.211
Si 14.776 7.298 -0.012
Si 12.38 -6.982 -0.25
Si 15.249 -4.295 -0.003
Si 19.047 -0.138 1.303
Si 21.649 2.776 1.664
Si 19.012 5.504 1.235
Si 21.79 8.194 1.434
Si 19.121 -5.33 1.242
Si 21.87 -2.706 1.576
Si 24.618 0.07 1.546
Si 10.9 2.715 1.059
Si 24.44 5.348 1.349
Si 10.85 -8.175 1.102
Si 24.442 -5.36 1.67
Si 10.844 -2.709 1.502
Si 13.639 -0.111 1.214
Si 16.272 2.577 1.124
Si 13.629 5.527 1.106
Si 16.21 8.307 1.551
Si 13.523 -5.409 1.159
Si 16.255 -2.815 1.521
Si 17.634 1.292 2.619
Si 20.284 4.224 2.836
Si 17.653 6.828 2.663
Si 20.362 9.563 2.711
Si 17.758 -4.091 2.752
Si 20.426 -1.33 2.781
Si 23.147 1.398 2.834
Si 25.854 4.063 2.74
Si 23.165 6.807 2.753
Si 25.853 -6.775 2.856
Si 23.121 -4.029 3.018
Si 9.49 -1.29 2.732
Si 12.29 1.387 2.493
Si 14.952 4.061 2.464
Si 12.236 6.828 2.54
Si 14.818 -6.654 2.765
Si 12.266 -4.105 2.675
Si 14.888 -1.395 2.747
Si 16.29 -0.009 4.044
Si 18.944 2.718 4.051
Si 16.285 5.402 3.941
Si 18.999 8.191 4.062
Si 16.31 -5.397 4.092
Si 19.055 -2.696 4.126
Si 21.768 0.03 4.155
Si 24.503 2.764 4.171
Si 21.743 5.525 4.142
Si 24.489 -8.163 4.17
Si 21.706 -5.459 4.192
Si 24.52 -2.644 4.276
Si 10.932 0.068 3.97
Si 13.605 2.748 3.907
Si 10.901 5.419 3.909
Si 13.52 8.177 4.021
Si 10.9 -5.48 4.005
Si 13.566 -2.751 4.09
Si 17.574 -1.314 16.293
Si 20.291 1.389 16.332
Si 17.52 4.058 16.266
Si 20.249 6.828 16.337
Si 17.545 -6.785 16.324
Si 20.301 -4.026 16.352
Si 23.004 -1.345 16.44
Si 9.451 1.371 16.312
Si 22.996 4.102 16.384
Si 9.454 -9.541 16.253
Si 23.01 -6.745 16.368
Si 9.478 -4.044 16.253
Si 12.133 -1.34 16.312
Si 14.857 1.395 16.342
Si 12.142 4.08 16.338
Si 14.79 6.77 16.295
Si 12.165 -6.808 16.267
Si 14.847 -4.055 16.259
Si 18.872 0.084 17.669
Si 21.666 2.694 17.724
Si 18.879 5.378 17.603
Si 21.61 8.22 17.671
Si 18.931 -5.409 17.656
Si 21.575 -2.65 17.801
Si 24.379 -0.034 17.843
Si 10.778 2.743 17.715
Si 24.316 5.498 17.743
Si 10.847 -8.229 17.606
Si 24.29 -5.364 17.788
Si 10.81 -2.719 17.703
Si 13.455 0.052 17.671
Si 16.161 2.8 17.729
Si 13.457 5.437 17.751
Si 16.126 -8.174 17.611
Si 13.477 -5.393 17.616
Si 16.202 -2.692 17.599
Si 17.551 1.464 19.05
Si 20.25 4.055 18.99
Si 17.422 6.676 18.883
Si 20.254 -6.766 19.045
Si 17.555 -4.036 18.956
Si 20.162 -1.227 19.098
Si 22.986 1.312 19.147
Si 9.427 4.144 19.068
Si 22.899 6.856 19.057
Si 9.511 -6.794 18.828
Si 22.883 -4.054 19.184
Si 25.682 -1.343 19.354
Si 12.122 1.393 19.11
Si 14.765 4.085 19.177
Si 12.097 -9.542 19.151
Si 14.768 -6.79 18.955
Si 12.182 -4.074 19.083
Si 14.836 -1.342 18.941
Si 16.044 0.153 20.259
Si 18.959 2.74 20.449
Si 16.11 5.497 20.485
Si 18.896 7.962 20.076
Si 16.278 -5.522 20.204
Si 18.704 -2.57 20.376
Si 21.541 0.046 20.547
Si 24.375 2.709 20.434
Si 21.571 5.429 20.348
Si 24.098 8.281 20.46
Si 21.422 -5.357 20.564
Si 24.21 -2.756 20.666
Si 10.818 -0.024 20.48
Si 13.377 2.772 20.605
Si 10.687 5.469 20.609
Si 13.41 -8.044 20.432
Si 10.803 -5.538 20.329
Si 13.615 -2.702 20.404
Si 17.406 -1.032 21.65
Si 20.565 1.714 21.916
Si 17.748 4.311 21.665
Si 19.913 6.513 21.585
Si 17.497 -7.147 21.376
Si 20.181 -3.688 21.759
Si 22.543 -1.606 21.884
Si 9.644 1.604 21.717
Si 22.79 3.911 21.626
Si 9.458 7.169 21.716
Si 22.901 -6.562 21.939
Si 25.219 -4.408 22.057
Si 12.41 -1.21 21.776
Si 14.527 1.103 21.8
Si 11.799 3.899 22.021
Si 15.056 -9.055 21.712
Si 11.803 -7.038 21.908
Si 15.032 -4.188 21.593
Si 22.732 -5.428 -7.306
Si 21.415 2.753 -4.61
Si 9.93 1.675 -3.267
Si 16.064 -6.474 25.191
Si 15.245 4.416 25.83
Si 16.237 -8.018 -4.836
Si 17.808 -2.73 -2.71
Si 18.539 -5.538 23.63
Si 8.603 -6.369 -4.385
Si 16.176 -2.541 23.859
Si 19.508 4.822 -4.525
Si 8.369 3.906 -4.903
Si 17.025 7.752 -1.981
Si 13.444 -2.935 25.44
Si 14.735 7.176 24.707
Si 18.69 -2.161 25.629
Si 10.205 5.877 -6.625
Si 17.033 3.881 -2.984
Si 20.042 -4.821 26.059
Si 19.713 6.944 -2.751
Si 12.216 4.365 25.117
Si 26.34 3.531 -7.054
Si 10.078 -2.326 -7.278
Si 15.2 1.502 -3.188
Si 12.605 3.069 -2.977
Si 18.27 -4.415 -5.06
Si 21.642 -8.166 -7.031
Si 8.216 -0.35 23.59
Si 19.108 7.622 -5.448
Si 10.783 -5.25 -2.289
Si 15.493 5.346 -5.18
Si 9.44 -7.233 25.893
Si 8.959 -7.587 -7.054
Si 9.87 -1.173 -4.258
Si 22.077 2.071 -1.941
Si 20.606 -2.591 -2.827
Si 20.669 0.463 -6.406
Si 12.235 -2.573 -2.75
Si 18.876 0.399 23.795
Si 21.478 7.869 23.948
Si 15.336 -5.264 -5.292
Si 16.517 2.398 23.894
Si 6.083 -4.922 -5.871
Si 7.702 8.056 -2.124
Si 16.198 0.369 -5.882
Si 12.46 4.665 -5.458
Si 13.385 -5.459 23.92
Si 15.003 -3.224 -2.993
Si 22.915 -0.659 -2.505
Si 18.529 -1.61 -6.553
Si 21.116 -5.13 -4.684
Si 10.35 -2.63 23.61
Si 23.002 -7.4 -4.371
Si 23.915 5.874 23.795
Si 17.657 -1.335 5.439
Si 20.364 1.413 5.441
Si 17.601 4.084 5.402
Si 20.372 6.875 5.473
Si 17.631 9.521 5.438
Si 20.369 -4.064 5.519
Si 23.107 -1.302 5.568
Si 25.854 1.415 5.549
Si 23.104 4.134 5.49
Si 9.56 6.75 5.348
Si 23.103 -6.805 5.52
Si 9.551 -4.091 5.376
Si 12.214 -1.336 5.377
Si 14.93 1.393 5.347
Si 12.252 4.086 5.306
Si 14.93 6.791 5.32
Si 12.207 -6.811 5.424
Si 14.966 -4.043 5.455
Si 19.015 0.033 6.8
Si 21.727 2.763 6.825
Si 18.992 5.455 6.764
Si 21.727 -8.133 6.881
Si 18.982 -5.433 6.827
Si 21.737 -2.7 6.877
Si 24.472 0.064 6.907
Si 10.895 2.747 6.709
Si 8.179 5.416 6.708
Si 10.859 -8.187 6.753
Si 8.199 -5.444 6.756
Si 10.879 -2.714 6.743
Si 13.584 0.023 6.726
Si 16.261 2.73 6.767
Si 13.583 5.442 6.707
Si 16.27 8.135 6.751
Si 13.589 -5.442 6.763
Si 16.303 -2.682 6.816
Si 17.635 1.387 8.143
Si 20.35 4.119 8.169
Si 17.635 6.806 8.137
Si 20.354 -6.766 8.207
Si 17.637 -4.06 8.178
Si 20.358 -1.324 8.194
Si 23.08 1.421 8.227
Si 9.524 4.076 8.085
Si 23.082 6.826 8.244
Si 9.521 -6.817 8.119
Si 23.101 -4.056 8.233
Si 9.507 -1.36 8.09
Si 12.221 1.374 8.088
Si 14.911 4.095 8.113
Si 12.229 6.787 8.098
Si 14.93 -6.81 8.125
Si 12.232 -4.07 8.114
Si 14.923 -1.32 8.134
Si 16.277 0.027 9.506
Si 18.987 2.748 9.518
Si 16.267 5.448 9.488
Si 18.982 -8.149 9.525
Si 16.267 -5.434 9.506
Si 18.994 -2.697 9.539
Si 21.714 0.039 9.562
Si 8.155 2.723 9.443
Si 21.702 5.461 9.573
Si 8.141 -8.175 9.451
Si 21.717 -5.412 9.576
Si 8.149 -2.719 9.448
Si 10.859 0.007 9.447
Si 13.558 2.731 9.469
Si 10.858 5.439 9.457
Si 13.561 -8.162 9.476
Si 10.869 -5.437 9.468
Si 13.568 -2.699 9.484
Si 17.619 -1.34 10.88
Si 20.338 1.396 10.906
Si 17.614 4.1 10.87
Si 20.332 -9.493 10.915
Si 17.622 -6.784 10.876
Si 20.347 -4.047 10.916
Si 23.065 -1.316 10.942
Si 9.496 1.358 10.808
Si 6.784 4.068 10.8
Si 9.49 -9.528 10.816
Si 6.775 -6.813 10.797
Si 9.495 -4.079 10.815
Si 12.197 -1.345 10.835
Si 14.903 1.381 10.85
Si 12.194 4.078 10.828
Si 14.905 6.803 10.847
Si 12.205 -6.8 10.839
Si 14.908 -4.065 10.857
Si 18.973 0.019 12.245
Si 21.688 2.745 12.297
Si 18.955 5.462 12.251
Si 21.683 -8.133 12.296
Si 18.969 -5.415 12.249
Si 21.698 -2.684 12.285
Si 24.412 0.039 12.327
Si 10.841 2.712 12.185
Si 8.13 5.428 12.171
Si 10.828 -8.159 12.183
Si 8.126 -5.446 12.159
Si 10.831 -2.709 12.187
Si 13.536 0.023 12.207
Si 16.245 2.74 12.22
Si 13.531 5.444 12.194
Si 16.249 8.171 12.212
Si 13.544 -5.428 12.207
Si 16.249 -2.697 12.234
Si 17.59 1.37 13.58
Si 20.303 4.109 13.627
Si 17.575 6.816 13.597
Si 20.308 -6.766 13.637
Si 17.602 -4.055 13.601
Si 20.329 -1.326 13.629
Si 23.04 1.39 13.681
Si 9.479 4.063 13.536
Si 23.033 -9.487 13.679
Si 9.466 -6.799 13.537
Si 23.045 -4.036 13.665
Si 25.748 -1.32 13.715
Si 12.177 1.369 13.583
Si 14.863 4.085 13.57
Si 12.16 6.793 13.551
Si 14.889 9.523 13.568
Si 12.173 -4.071 13.557
Si 14.875 -1.332 13.58
Si 16.211 0.043 14.951
Si 18.931 2.722 14.947
Si 16.191 5.452 14.933
Si 18.916 8.186 14.962
Si 16.225 -5.424 14.934
Si 18.952 -2.684 14.966
Si 21.677 0.014 15.026
Si 24.393 2.739 15.069
Si 21.646 5.466 15.011
Si 24.388 -8.114 15.043
Si 21.663 -5.391 14.998
Si 24.374 -2.68 15.067
Si 10.798 0.014 14.932
Si 13.513 2.742 14.959
Si 10.816 5.417 14.917
Si 13.509 8.158 14.903
Si 10.813 -5.44 14.909
Si 13.495 -2.683 14.925
Si 33.726 -1.178 0.289
Si 36.496 1.672 0.206
Si 34.301 3.932 0.222
Si 36.987 6.644 0.11
Si 34.068 -6.444 0.373
Si 37.103 -4.119 0.448
Si 39.828 -1.66 0.35
Si 42.599 1.225 0.281
Si 39.219 4.419 0.239
Si 42.293 6.617 0.305
Si 39.177 9.902 0.326
Si 25.618 -3.894 0.312
Si 28.389 -1.176 0.169
Si 31.535 1.052 0.167
Si 28.372 4.558 0.089
Si 31.002 7.232 0.172
Si 28.736 -6.881 0.111
Si 31.735 -4.337 0.155
Si 35.382 0.026 1.479
Si 38.089 2.796 1.519
Si 35.443 5.506 1.515
Si 38.055 8.233 1.527
Si 35.482 -5.25 1.731
Si 38.271 -2.657 1.779
Si 40.937 0.051 1.508
Si 27.306 2.796 1.333
Si 40.768 5.483 1.642
Si 27.142 -8.084 1.399
Si 40.789 -5.381 1.688
Si 27.242 -2.708 1.518
Si 29.952 -0.024 1.511
Si 32.641 2.752 1.416
Si 29.93 5.603 1.489
Si 32.729 8.248 1.456
Si 29.99 -5.367 1.411
Si 32.619 -2.707 1.623
Si 34 1.404 2.851
Si 36.755 4.144 2.929
Si 34.025 6.849 2.838
Si 36.742 9.552 2.983
Si 34.046 -3.947 3.014
Si 36.757 -1.268 2.912
Si 39.49 1.402 2.833
Si 42.137 4.083 2.964
Si 39.441 6.913 2.941
Si 42.186 -6.773 2.943
Si 39.531 -4.045 3.138
Si 25.924 -1.317 2.917
Si 28.624 1.453 2.789
Si 31.293 4.148 2.777
Si 28.522 6.916 2.838
Si 31.334 -6.724 2.837
Si 28.633 -4.05 2.831
Si 31.235 -1.368 2.942
Si 32.64 0.043 4.228
Si 35.356 2.77 4.243
Si 32.653 5.482 4.183
Si 35.343 8.193 4.28
Si 32.655 -5.379 4.267
Si 35.409 -2.598 4.327
Si 38.119 0.089 4.253
Si 40.789 2.728 4.297
Si 38.098 5.512 4.292
Si 40.819 -8.101 4.324
Si 38.101 -5.425 4.376
Si 40.904 -2.634 4.374
Si 27.271 0.091 4.207
Si 29.951 2.799 4.179
Si 27.176 5.475 4.137
Si 29.933 8.242 4.195
Si 27.24 -5.406 4.183
Si 29.899 -2.707 4.287
Si 33.93 -1.294 16.537
Si 36.659 1.422 16.518
Si 33.894 4.12 16.509
Si 36.639 6.867 16.498
Si 33.913 -6.76 16.524
Si 36.679 -4.008 16.52
Si 39.409 -1.317 16.523
Si 25.726 1.366 16.469
Si 39.387 4.114 16.507
Si 25.724 -9.461 16.442
Si 39.404 -6.714 16.542
Si 25.708 -4.007 16.483
Si 28.419 -1.313 16.511
Si 31.192 1.434 16.512
Si 28.484 4.136 16.49
Si 31.178 6.867 16.508
Si 28.425 -6.756 16.506
Si 31.156 -4.014 16.517
Si 35.27 0.11 17.897
Si 38.05 2.737 17.89
Si 35.269 5.486 17.826
Si 38.005 8.232 17.852
Si 35.309 -5.391 17.839
Si 38.034 -2.645 17.898
Si 40.803 0.008 17.884
Si 27.089 2.759 17.796
Si 40.75 5.511 17.812
Si 27.032 -8.103 17.87
Si 40.773 -5.331 17.9
Si 27.043 -2.659 17.912
Si 29.792 0.078 17.829
Si 32.521 2.797 17.92
Si 29.83 5.509 17.884
Si 32.519 -8.099 17.897
Si 29.763 -5.373 17.869
Si 32.548 -2.672 17.87
Si 33.899 1.46 19.294
Si 36.659 4.145 19.169
Si 33.89 6.806 19.208
Si 36.675 -6.712 19.227
Si 33.92 -4.082 19.191
Si 36.648 -1.255 19.219
Si 39.441 1.334 19.233
Si 25.664 4.114 19.073
Si 39.382 6.859 19.162
Si 25.609 -6.709 19.185
Si 39.414 -3.955 19.303
Si 42.113 -1.292 19.368
Si 28.448 1.445 19.208
Si 31.176 4.177 19.315
Si 28.415 -9.48 19.219
Si 31.135 -6.692 19.237
Si 28.378 -4.052 19.268
Si 31.156 -1.277 19.173
Si 32.465 0.084 20.591
Si 35.295 2.866 20.604
Si 32.564 5.506 20.721
Si 35.302 8.184 20.483
Si 32.585 -5.416 20.623
Si 35.253 -2.657 20.481
Si 38.041 0.037 20.637
Si 40.797 2.747 20.534
Si 38.058 5.482 20.518
Si 40.789 8.227 20.424
Si 38.056 -5.382 20.618
Si 40.702 -2.581 20.817
Si 27.14 0.098 20.628
Si 29.713 2.859 20.634
Si 26.951 5.457 20.483
Si 29.721 -8.029 20.573
Si 26.912 -5.341 20.645
Si 29.847 -2.696 20.517
Si 33.674 -1.526 21.798
Si 36.901 1.68 21.83
Si 34.331 4.512 22.023
Si 36.559 6.727 21.815
Si 33.678 -7.149 21.837
Si 36.803 -3.795 21.807
Si 38.984 -1.513 22.186
Si 25.9 1.655 21.9
Si 39.162 3.841 21.794
Si 25.703 7.082 21.615
Si 39.764 -6.525 21.803
Si 41.923 -4.263 21.922
Si 28.464 -1.423 21.879
Si 31.238 1.634 21.919
Si 28.033 3.962 21.946
Si 31.274 -9.192 21.867
Si 27.995 -7 21.868
Si 31.461 -3.764 21.861
Si 39.242 -5.752 -6.952
Si 36.542 1.768 -5.145
Si 26.2 1.963 -2.746
Si 31.073 -1.534 -6.699
Si 28.801 -3.605 -6.734
Si 31.866 -6.817 -4.279
Si 35.57 -2.388 -1.734
Si 34.066 -6.262 24.654
Si 26.843 -5.674 -2.042
Si 31.525 -4.631 24.671
Si 35.029 4.363 -4.964
Si 24.307 2.39 -5.262
Si 32.395 7.057 -2.519
Si 32.093 -1.866 25.855
Si 27.768 -7.648 24.719
Si 35.275 -1.804 25.999
Si 27.474 7.932 -6.636
Si 33.237 4.383 -2.617
Si 36.313 -4.476 24.684
Si 35.243 -8.045 -1.911
Si 29.209 6.029 24.038
Si 39.13 1.507 -6.471
Si 23.579 -0.287 -6.886
Si 31.029 2.172 -2.65
Si 28.585 3.798 -2.819
Si 33.139 -2.574 -4.918
Si 36.783 -7.722 -6.747
Si 24.445 -0.243 24.004
Si 37.444 6.051 -5.454
Si 26.705 -4.159 -4.737
Si 35.09 0.297 23.966
Si 26.548 -2.587 23.867
Si 25.247 -6.402 -6.102
Si 27.494 -0.228 -4.3
Si 36.892 0.355 -2.583
Si 38.813 -3.229 -5.307
Si 38.491 -6.158 25.795
Si 29.514 -1.924 -2.698
Si 39.34 -0.308 25.199
Si 38.533 7.853 23.984
Si 29.977 -6.403 -6.717
Si 33.175 2.763 23.96
Si 24.847 -1.751 -4.614
Si 24.649 -7.865 -1.991
Si 31.657 -0.335 -4.067
Si 28.373 5.426 -5.447
Si 27.76 0.699 -7.077
Si 31.29 -4.139 -2.938
Si 39.598 -0.224 -2.263
Si 35.815 -3.652 -4.508
Si 35.037 -6.649 -4.645
Si 30.178 -0.135 24.202
Si 40.092 6.629 -4.225
Si 40.578 5.536 24.006
Si 34.001 -1.269 5.645
Si 36.734 1.432 5.618
Si 33.991 4.135 5.593
Si 36.712 6.845 5.649
Si 33.991 9.565 5.632
Si 36.726 -4.021 5.672
Si 39.461 -1.282 5.652
Si 42.182 1.39 5.647
Si 39.446 4.128 5.645
Si 25.834 6.812 5.541
Si 39.468 -6.767 5.715
Si 25.876 -4.05 5.568
Si 28.565 -1.296 5.603
Si 31.282 1.425 5.571
Si 28.553 4.14 5.525
Si 31.279 6.848 5.548
Si 28.576 -6.746 5.58
Si 31.283 -4.041 5.632
Si 35.366 0.081 6.996
Si 38.072 2.785 7.007
Si 35.339 5.485 6.989
Si 38.071 -8.125 7.032
Si 35.342 -5.387 7.005
Si 38.095 -2.655 7.014
Si 40.812 0.059 7.03
Si 27.2 2.781 6.911
Si 24.452 5.471 6.891
Si 27.191 -8.129 6.902
Si 24.469 -5.423 6.878
Si 27.195 -2.668 6.945
Si 29.928 0.063 6.952
Si 32.627 2.779 6.957
Si 29.904 5.494 6.912
Si 32.616 8.197 6.964
Si 29.909 -5.395 6.975
Si 32.636 -2.659 6.982
Si 33.981 1.428 8.343
Si 36.698 4.134 8.365
Si 33.973 6.85 8.343
Si 36.703 -6.747 8.37
Si 33.976 -4.025 8.357
Si 36.709 -1.299 8.36
Si 39.435 1.423 8.374
Si 25.814 4.124 8.265
Si 39.431 6.833 8.388
Si 25.816 -6.774 8.261
Si 39.443 -4.022 8.383
Si 25.812 -1.309 8.279
Si 28.542 1.417 8.294
Si 31.249 4.137 8.304
Si 28.539 6.844 8.286
Si 31.258 -6.761 8.333
Si 28.544 -4.026 8.318
Si 31.265 -1.301 8.335
Si 32.616 0.06 9.702
Si 35.329 2.779 9.72
Si 32.597 5.491 9.691
Si 35.325 -8.105 9.719
Si 32.602 -5.388 9.707
Si 35.334 -2.66 9.716
Si 38.063 0.06 9.727
Si 24.438 2.764 9.611
Si 38.055 5.487 9.742
Si 24.439 -8.131 9.613
Si 38.062 -5.384 9.732
Si 24.44 -2.684 9.609
Si 27.169 0.051 9.646
Si 29.887 2.777 9.67
Si 27.162 5.486 9.641
Si 29.879 -8.116 9.675
Si 27.16 -5.402 9.641
Si 29.891 -2.663 9.689
Si 33.959 -1.307 11.078
Si 36.686 1.414 11.083
Si 33.951 4.135 11.066
Si 36.684 -9.463 11.088
Si 33.955 -6.745 11.08
Si 36.684 -4.024 11.084
Si 39.417 -1.305 11.091
Si 25.79 1.408 10.991
Si 23.062 4.116 10.959
Si 25.788 -9.48 10.998
Si 23.063 -6.769 10.956
Si 25.79 -4.038 10.987
Si 28.511 -1.307 11.034
Si 31.234 1.417 11.051
Si 28.509 4.129 11.023
Si 31.228 6.85 11.049
Si 28.51 -6.752 11.026
Si 31.233 -4.026 11.067
Si 35.316 0.054 12.44
Si 38.038 2.773 12.454
Si 35.303 5.498 12.432
Si 38.043 -8.104 12.457
Si 35.308 -5.376 12.446
Si 38.043 -2.663 12.445
Si 40.774 0.053 12.453
Si 27.139 2.765 12.376
Si 24.415 5.471 12.343
Si 27.136 -8.111 12.374
Si 24.415 -5.402 12.326
Si 27.131 -2.678 12.374
Si 29.861 0.056 12.408
Si 32.586 2.775 12.426
Si 29.854 5.493 12.4
Si 32.571 8.217 12.427
Si 29.85 -5.387 12.412
Si 32.582 -2.662 12.442
Si 33.939 1.409 13.794
Si 36.658 4.138 13.798
Si 33.927 6.851 13.787
Si 36.668 -6.737 13.806
Si 33.934 -4.022 13.817
Si 36.676 -1.304 13.806
Si 39.399 1.406 13.809
Si 25.769 4.118 13.734
Si 39.408 -9.46 13.827
Si 25.764 -6.742 13.717
Si 39.406 -4.027 13.798
Si 42.14 -1.309 13.803
Si 28.483 1.408 13.764
Si 31.209 4.139 13.77
Si 28.481 6.851 13.755
Si 31.198 9.575 13.79
Si 28.47 -4.031 13.768
Si 31.201 -1.3 13.796
Si 32.567 0.06 15.164
Si 35.289 2.777 15.156
Si 32.551 5.501 15.15
Si 35.279 8.221 15.141
Si 32.548 -5.383 15.171
Si 35.303 -2.65 15.17
Si 38.034 0.052 15.175
Si 40.767 2.758 15.165
Si 38.021 5.492 15.162
Si 40.774 -8.083 15.182
Si 38.039 -5.376 15.163
Si 40.767 -2.664 15.152
Si 27.096 0.033 15.098
Si 29.842 2.78 15.125
Si 27.117 5.49 15.114
Si 29.813 8.218 15.141
Si 27.087 -5.381 15.13
Si 29.81 -2.658 15.144
Si -47.666 -1.1 0.521
Si -45.052 1.643 0.488
Si -47.288 3.818 0.333
Si -44.819 6.547 0.2
Si -47.72 -6.634 0.404
Si -44.802 -4.372 0.232
Si -41.918 -1.5 0.316
Si -39.159 1.173 0.31
Si -42.485 4.48 0.447
Si -39.378 6.499 0.317
Si -42.573 9.762 0.215
Si 41.978 -3.912 0.325
Si 44.745 -1.054 0.194
Si 47.931 0.995 0.127
Si 44.547 4.406 0.217
Si 47.346 7.049 0.194
Si 45.103 -7.063 0.232
Si 47.957 -4.417 0.289
Si -46.202 0.101 1.811
Si -43.532 2.835 1.744
Si -46.252 5.423 1.664
Si -43.674 8.171 1.535
Si -46.226 -5.455 1.732
Si -43.607 -2.701 1.463
Si -40.752 0.027 1.626
Si 43.616 2.788 1.653
Si -40.897 5.512 1.772
Si 43.521 -8.156 1.583
Si -40.952 -5.413 1.524
Si 43.592 -2.672 1.499
Si 46.296 0.043 1.55
Si -49.001 2.709 1.473
Si 46.196 5.487 1.512
Si -48.982 8.119 1.58
Si 46.259 -5.459 1.532
Si -48.921 -2.749 1.615
Si -47.661 1.458 3.018
Si -44.911 4.14 3.097
Si -47.638 6.789 2.96
Si -44.923 9.469 3.034
Si -47.582 -4.053 3.025
Si -44.858 -1.379 2.978
Si -42.151 1.381 2.959
Si -39.56 4.052 3.027
Si -42.255 6.932 2.994
Si -39.527 -6.785 2.823
Si -42.273 -4.051 2.914
Si 42.25 -1.314 2.927
Si 45.004 1.437 2.966
Si -50.341 4.1 2.846
Si 44.874 6.814 2.96
Si -50.321 -6.805 2.95
Si 44.921 -4.048 2.877
Si -50.321 -1.37 2.933
Si -48.983 0.018 4.319
Si -46.292 2.771 4.398
Si -48.997 5.428 4.287
Si -46.301 8.139 4.361
Si -48.97 -5.435 4.328
Si -46.231 -2.693 4.361
Si -43.508 0.002 4.307
Si -40.856 2.7 4.387
Si -43.543 5.521 4.38
Si -40.84 -8.077 4.297
Si -43.558 -5.432 4.326
Si -40.846 -2.716 4.266
Si 43.591 0.056 4.288
Si -51.618 2.788 4.333
Si 43.508 5.458 4.311
Si -51.688 8.179 4.322
Si 43.553 -5.389 4.274
Si -51.68 -2.705 4.3
Si -47.535 -1.338 16.553
Si -44.802 1.355 16.541
Si -47.557 4.124 16.564
Si -44.809 6.791 16.56
Si -47.566 -6.76 16.575
Si -44.791 -4.094 16.582
Si -42.055 -1.382 16.517
Si 42.139 1.391 16.515
Si -42.067 4.068 16.509
Si 42.159 -9.455 16.507
Si -42.066 -6.825 16.569
Si 42.129 -3.999 16.526
Si 44.844 -1.312 16.556
Si -50.261 1.441 16.515
Si 44.895 4.151 16.53
Si -50.277 6.854 16.56
Si 44.908 -6.743 16.517
Si -50.285 -4.036 16.57
Si -46.191 0.033 17.917
Si -43.405 2.694 17.876
Si -46.175 5.448 17.937
Si -43.454 8.136 17.941
Si -46.181 -5.437 17.951
Si -43.393 -2.734 17.91
Si -40.609 -0.087 17.852
Si 43.492 2.787 17.832
Si -40.68 5.415 17.856
Si 43.567 -8.119 17.852
Si -40.61 -5.485 17.868
Si 43.45 -2.658 17.942
Si 46.251 0.102 17.801
Si -48.9 2.765 17.938
Si 46.284 5.489 17.904
Si -48.947 -8.085 17.947
Si 46.242 -5.385 17.907
Si -48.876 -2.703 17.918
Si -47.531 1.412 19.323
Si -44.847 3.969 19.256
Si -47.507 6.912 19.266
Si -44.81 -6.798 19.321
Si -47.543 -4.093 19.341
Si -44.823 -1.366 19.22
Si -41.936 1.329 19.147
Si 42.09 4.143 19.15
Si -42.085 6.714 19.243
Si 42.202 -6.732 19.15
Si -41.915 -4.075 19.217
Si -39.226 -1.408 19.289
Si 44.901 1.466 19.162
Si 47.653 4.142 19.281
Si 44.924 -9.464 19.25
Si 47.56 -6.734 19.318
Si 44.848 -4.029 19.238
Si 47.642 -1.236 19.108
Si 48.918 0.095 20.579
Si -46.141 2.644 20.794
Si 49.049 5.535 20.571
Si -46.173 8.223 20.777
Si 48.919 -5.408 20.719
Si -46.154 -2.696 20.674
Si -43.321 -0.034 20.43
Si -40.603 2.67 20.569
Si -43.466 5.309 20.571
Si -40.661 8.042 20.543
Si -43.319 -5.432 20.514
Si -40.485 -2.835 20.7
Si 43.593 0.117 20.566
Si 46.199 2.83 20.593
Si 43.473 5.483 20.477
Si 46.201 -8.091 20.718
Si 43.498 -5.39 20.611
Si 46.235 -2.555 20.394
Si 50.026 -1.546 21.821
Si -44.45 1.325 21.952
Si 50.614 4.415 21.919
Si -44.984 6.504 21.919
Si 50.054 -6.982 22.095
Si -44.353 -3.776 21.802
Si -42.109 -1.53 21.757
Si 42.487 1.741 21.822
Si -42.337 3.649 21.834
Si 42.251 6.987 21.754
Si -41.799 -6.654 21.827
Si -39.428 -4.569 22.064
Si 45.201 -1.037 21.841
Si 47.308 1.262 21.914
Si 44.616 4.025 21.889
Si 47.864 -9.263 21.927
Si 44.46 -7.04 22.006
Si 47.684 -3.675 21.783
Si -41.54 -4.658 -6.837
Si -47.865 1.706 -6.642
Si 40.791 2.568 -1.758
Si 47.023 -1.366 -6.937
Si 45.059 -3.703 -6.56
Si 48.931 -5.574 -4.894
Si -46.559 -2.763 -1.772
Si -48.288 -5.78 24.847
Si 43.173 -5.855 -1.929
Si 47.356 -3.793 24.645
Si -46.448 3.823 -5.156
Si 41.921 4.25 -3.904
Si 48.559 6.426 -2.676
Si -47.681 0.104 24.472
Si 44.551 -7.648 24.872
Si -44.428 -3.573 24.652
Si 44.402 7.789 -5.984
Si -47.878 3.915 -2.645
Si -45.713 -2.668 -7.015
Si -46.623 7.977 -1.992
Si 45.912 5.929 24.081
Si -44.044 3.204 -6.958
Si 40.512 -1.156 -6.545
Si 48.29 1.333 -2.877
Si 44.778 3.787 -2.792
Si -48.526 -3.014 -6.501
Si -45.733 6.589 -6.29
Si 42.148 0.232 24.519
Si -42.825 5.994 -6.55
Si 43.728 -3.691 -3.885
Si 47.785 -0.968 26.107
Si 41.734 3.044 -6.709
Si 41.38 -8.088 -6.597
Si 45.662 1.132 -4.073
Si -43.064 0.647 -1.712
Si -44.348 -4.971 -5.674
Si -42.211 0.829 -6.888
Si 45.918 -1.741 -2.675
Si -45.009 -0.518 24.59
Si -42.856 7.702 23.916
Si 46.587 -6.281 -6.445
Si -48.814 2.737 23.982
Si 41.157 -2.1 -3.943
Si 40.86 -7.911 -1.887
Si -48.839 -0.583 -4.965
Si 46.178 6.045 -4.417
Si 44.01 1.064 -6.788
Si 48.325 -3.544 -2.554
Si -42.644 -0.596 -4.165
Si -44.868 -2.541 -4.286
Si -46.266 -7.2 -4.724
Si 43.44 -2.497 23.995
Si -40.543 7.151 -4.625
Si -40.721 5.383 23.789
Si -47.605 -1.322 5.686
Si -44.896 1.362 5.669
Si -47.645 4.126 5.724
Si -44.92 6.829 5.736
Si -47.627 9.532 5.703
Si -44.897 -4.076 5.701
Si -42.161 -1.354 5.666
Si -39.443 1.347 5.668
Si -42.198 4.107 5.697
Si 42.165 6.834 5.671
Si -42.175 -6.749 5.686
Si 42.226 -4.038 5.695
Si -53.018 -1.327 5.67
Si -50.308 1.39 5.697
Si -53.033 4.117 5.672
Si -50.332 6.808 5.668
Si -53.035 -6.756 5.665
Si -50.323 -4.058 5.673
Si -46.241 0.018 7.053
Si -43.549 2.729 7.038
Si -46.268 5.464 7.083
Si -43.53 -8.123 7.044
Si -46.256 -5.43 7.058
Si -43.522 -2.71 7.033
Si -40.801 -0.007 7.023
Si 43.525 2.754 7.026
Si 40.801 5.477 7.025
Si 43.52 -8.114 7.029
Si 40.827 -5.385 7.044
Si 43.558 -2.674 7.058
Si -51.675 0.034 7.046
Si -48.966 2.74 7.077
Si -51.686 5.471 7.05
Si -48.978 8.166 7.051
Si -51.678 -5.408 7.043
Si -48.961 -2.695 7.037
Si -47.588 1.384 8.42
Si -44.893 4.088 8.41
Si -47.612 6.832 8.43
Si -44.881 -6.776 8.413
Si -47.603 -4.053 8.408
Si -44.877 -1.351 8.4
Si -42.162 1.365 8.371
Si 42.163 4.121 8.387
Si -42.163 6.816 8.377
Si 42.167 -6.759 8.403
Si -42.154 -4.065 8.383
Si 42.163 -1.315 8.391
Si 44.879 1.395 8.4
Si -50.329 4.11 8.419
Si 44.878 6.846 8.399
Si -50.322 -6.772 8.405
Si 44.903 -4.041 8.417
Si -50.309 -1.327 8.405
Si -48.947 0.023 9.774
Si -46.23 2.734 9.784
Si -48.96 5.463 9.781
Si -46.231 -8.137 9.776
Si -48.954 -5.415 9.771
Si -46.23 -2.706 9.772
Si -43.505 0.005 9.748
Si 40.789 2.775 9.749
Si -43.51 5.451 9.744
Si 40.788 -8.118 9.749
Si -43.504 -5.424 9.755
Si 40.796 -2.668 9.75
Si 43.517 0.042 9.76
Si 46.237 2.749 9.773
Si 43.515 5.484 9.756
Si 46.239 -8.121 9.768
Si 43.526 -5.397 9.763
Si 46.26 -2.682 9.777
Si -47.581 -1.337 11.135
Si -44.851 1.367 11.121
Si -47.585 4.105 11.134
Si -44.859 -9.507 11.116
Si -47.578 -6.766 11.132
Si -44.855 -4.068 11.125
Si -42.132 -1.361 11.093
Si 42.15 1.41 11.108
Si 39.417 4.132 11.108
Si 42.15 -9.473 11.115
Si 39.417 -6.751 11.097
Si 42.157 -4.031 11.108
Si 44.887 -1.316 11.12
Si -50.306 1.393 11.129
Si 44.878 4.123 11.119
Si -50.31 6.843 11.125
Si 44.884 -6.754 11.127
Si -50.3 -4.045 11.137
Si -46.2 0.01 12.49
Si -43.478 2.726 12.466
Si -46.208 5.457 12.488
Si -43.487 -8.153 12.467
Si -46.204 -5.424 12.499
Si -43.47 -2.724 12.473
Si -40.75 -0.007 12.425
Si 43.515 2.763 12.475
Si 40.778 5.493 12.473
Si 43.513 -8.109 12.476
Si 40.782 -5.388 12.454
Si 43.521 -2.676 12.472
Si -51.668 0.036 12.487
Si -48.936 2.745 12.493
Si -51.673 5.485 12.472
Si -48.933 8.19 12.486
Si -51.668 -5.4 12.49
Si -48.936 -2.692 12.505
Si -47.554 1.385 13.844
Si -44.832 4.091 13.834
Si -47.561 6.831 13.845
Si -44.835 -6.798 13.852
Si -47.554 -4.048 13.859
Si -44.82 -1.36 13.835
Si -42.099 1.353 13.8
Si 42.146 4.125 13.825
Si -42.104 -9.52 13.799
Si 42.146 -6.736 13.824
Si -42.099 -4.1 13.821
Si -39.376 -1.391 13.75
Si -53.03 1.409 13.835
Si -50.295 4.137 13.827
Si -53.029 6.854 13.824
Si -50.287 9.562 13.837
Si -53.033 -4.031 13.84
Si -50.309 -1.325 13.855
Si -48.916 0.025 15.196
Si -46.187 2.741 15.212
Si -48.925 5.48 15.201
Si -46.199 8.171 15.227
Si -48.927 -5.402 15.206
Si -46.16 -2.712 15.22
Si -43.44 -0.008 15.179
Si -40.712 2.69 15.149
Si -43.448 5.445 15.177
Si -40.733 -8.17 15.153
Si -43.445 -5.46 15.208
Si -40.702 -2.751 15.153
Si 43.507 0.038 15.164
Si -51.656 2.787 15.177
Si 43.521 5.495 15.165
Si -51.647 8.202 15.184
Si 43.511 -5.379 15.191
Si -51.678 -2.679 15.221
Si -31.621 -1.27 0.145
Si -28.773 1.551 0.191
Si -31.062 3.679 0.101
Si -28.327 6.53 0.303
Si -31.585 -6.531 -0.015
Si -28.391 -4.289 -0.011
Si -25.622 -1.727 -0.015
Si -22.923 1.276 -0.078
Si -26.368 4.146 -0.035
Si -22.923 6.517 0.166
Si -26.215 9.765 0.132
Si -39.816 -3.788 0.265
Si -36.94 -0.986 0.325
Si -33.811 1.012 0.062
Si -37.177 4.259 0.249
Si -34.397 7.077 0.124
Si -36.592 -7.026 0.2
Si -33.863 -4.359 0.095
Si -29.971 -0.092 1.341
Si -27.323 2.732 1.554
Si -29.994 5.345 1.406
Si -27.188 8.136 1.516
Si -29.99 -5.427 1.315
Si -27.214 -2.772 1.341
Si -24.516 0.023 1.162
Si -38.148 2.733 1.707
Si -24.596 5.272 1.206
Si -38.168 -8.188 1.492
Si -24.542 -5.452 1.352
Si -38.137 -2.67 1.479
Si -35.386 0.116 1.606
Si -32.693 2.621 1.39
Si -35.489 5.436 1.405
Si -32.715 8.187 1.342
Si -35.406 -5.469 1.472
Si -32.765 -2.785 1.477
Si -31.316 1.278 2.759
Si -28.66 4.083 2.875
Si -31.357 6.781 2.68
Si -28.662 9.497 2.724
Si -31.297 -4.092 2.761
Si -28.571 -1.403 2.682
Si -25.835 1.313 2.651
Si -23.173 4.016 2.617
Si -25.77 6.729 2.705
Si -23.137 -6.826 2.632
Si -25.864 -4.097 2.732
Si -39.421 -1.35 2.967
Si -36.698 1.448 2.999
Si -34.056 4.061 2.707
Si -36.798 6.776 2.861
Si -34.025 -6.817 2.812
Si -36.778 -4.078 2.792
Si -34.092 -1.402 2.849
Si -32.665 -0.051 4.149
Si -29.989 2.656 4.147
Si -32.694 5.426 4.068
Si -29.991 8.125 4.073
Si -32.651 -5.453 4.136
Si -29.917 -2.735 4.085
Si -27.199 -0.032 4.017
Si -24.471 2.661 4.014
Si -27.195 5.448 4.09
Si -24.428 -8.207 4.029
Si -27.241 -5.472 4.049
Si -24.448 -2.695 3.971
Si -38.065 0.02 4.294
Si -35.328 2.802 4.253
Si -38.133 5.444 4.27
Si -35.399 8.145 4.171
Si -38.134 -5.436 4.167
Si -35.435 -2.749 4.199
Si -31.172 -1.405 16.201
Si -28.398 1.337 16.109
Si -31.185 4.047 16.171
Si -28.394 6.825 16.118
Si -31.131 -6.806 16.234
Si -28.412 -4.104 16.151
Si -25.659 -1.364 16.105
Si -39.306 1.298 16.454
Si -25.68 4.1 16.08
Si -39.343 -9.543 16.467
Si -25.687 -6.781 16.132
Si -39.295 -4.101 16.497
Si -36.602 -1.412 16.433
Si -33.884 1.326 16.292
Si -36.603 4.031 16.373
Si -33.829 6.79 16.299
Si -36.592 -6.832 16.419
Si -33.874 -4.092 16.311
Si -29.8 0.013 17.44
Si -26.984 2.687 17.397
Si -29.775 5.44 17.385
Si -27.047 8.197 17.484
Si -29.73 -5.459 17.551
Si -27.058 -2.689 17.426
Si -24.239 -0.047 17.442
Si -37.939 2.673 17.776
Si -24.352 5.465 17.449
Si -37.925 -8.22 17.795
Si -24.32 -5.421 17.48
Si -37.906 -2.774 17.885
Si -35.212 -0.012 17.702
Si -32.492 2.686 17.598
Si -35.147 5.377 17.628
Si -32.456 -8.148 17.636
Si -35.216 -5.423 17.713
Si -32.454 -2.776 17.632
Si -31.071 1.341 18.884
Si -28.422 4.04 18.63
Si -30.984 6.785 18.85
Si -28.344 -6.774 18.911
Si -31.036 -4.135 18.963
Si -28.457 -1.343 18.734
Si -25.59 1.325 18.721
Si -39.272 4.036 19.164
Si -25.703 6.84 18.812
Si -39.24 -6.882 19.231
Si -25.657 -3.981 18.76
Si -22.901 -1.328 18.913
Si -36.532 1.344 19.125
Si -33.799 4.037 19.002
Si -36.466 -9.628 19.005
Si -33.79 -6.731 19.004
Si -36.54 -4.185 19.233
Si -33.803 -1.397 18.964
Si -32.367 -0.041 20.245
Si -29.653 2.73 20.113
Si -32.324 5.405 20.185
Si -29.586 8.085 20.267
Si -32.322 -5.492 20.404
Si -29.683 -2.672 20.216
Si -27.066 0.031 19.952
Si -24.239 2.638 20.118
Si -27.101 5.379 19.953
Si -24.436 8.19 20.265
Si -26.978 -5.301 20.139
Si -24.379 -2.609 20.19
Si -37.854 0.02 20.592
Si -35.115 2.712 20.449
Si -37.713 5.289 20.42
Si -35.13 -8.175 20.26
Si -37.807 -5.619 20.704
Si -35.099 -2.747 20.409
Si -31.193 -1.541 21.593
Si -28.035 1.592 21.352
Si -30.71 4.304 21.446
Si -28.437 6.45 21.544
Si -31.183 -7.217 21.613
Si -28.034 -3.704 21.488
Si -25.979 -1.382 21.388
Si -38.952 1.653 21.948
Si -25.932 3.819 21.156
Si -39.012 6.751 21.616
Si -25.476 -6.4 21.51
Si -23.349 -4.087 21.655
Si -36.176 -1.155 21.756
Si -33.886 1.085 21.569
Si -36.585 3.785 21.945
Si -33.472 -9.314 21.377
Si -36.693 -7.425 21.864
Si -33.409 -3.812 21.629
Si -27.835 3.989 25.387
Si -27.83 2.117 -5.027
Si -39.086 4.485 -3.834
Si -32.223 5.074 25.737
Si -37.293 -4.994 -4.554
Si -33.385 8.041 -4.891
Si -30.268 -3.007 -2.167
Si -30.86 -6.413 24.477
Si -38.575 -5.758 -1.835
Si -33.408 -4.739 24.426
Si -29.8 4.374 -5.029
Si -40.854 2.863 -1.715
Si -32.737 6.519 -2.429
Si -32.464 -1.923 25.281
Si -36.283 7.992 24.737
Si -29.309 -1.785 25.757
Si -36.142 0.678 25.787
Si -31.96 3.874 -2.902
Si -28.558 -4.507 24.433
Si -30.118 7.857 -1.857
Si -34.778 5.494 23.839
Si -25.237 2.61 -6.66
Si -40.715 -1.633 -7.183
Si -34.209 1.923 -2.936
Si -36.751 3.313 -2.668
Si -32.675 -1.831 -6.687
Si -24.786 2.904 25.145
Si -40.292 -0.265 23.966
Si -28.661 7.218 -4.566
Si -37.254 -2.231 -4.105
Si -33.577 0.581 24.314
Si -38.182 -4.433 25.054
Si -39.167 -6.73 -6.214
Si -38.445 1.902 -4.621
Si -26.894 1.919 -2.132
Si -27.366 -0.954 -5.438
Si -26.374 -6.703 24.407
Si -35.318 -2.467 -1.939
Si -29.597 0.257 23.714
Si -27.01 6.751 24.416
Si -34.386 -5.332 -4.937
Si -30.403 3.113 24.179
Si -39.837 -0.647 -4.358
Si -40.788 -8.056 -1.838
Si -34.629 -0.871 -4.312
Si -35.444 6.739 -6.511
Si -35.728 -5.888 26.078
Si -31.41 -4.869 -4.144
Si -25.702 -0.726 -2.821
Si -30.022 -2.468 -5.088
Si -30.738 -7.317 -5.704
Si -37.64 -1.612 24.491
Si -25.524 7.141 -4.493
Si -24.523 5.364 23.486
Si -31.273 -1.393 5.469
Si -28.547 1.315 5.418
Si -31.332 4.065 5.453
Si -28.569 6.806 5.418
Si -31.302 9.49 5.468
Si -28.554 -4.101 5.425
Si -25.812 -1.374 5.359
Si -23.072 1.32 5.326
Si -25.822 4.041 5.376
Si -39.481 6.826 5.611
Si -25.829 -6.838 5.349
Si -39.469 -4.092 5.585
Si -36.731 -1.379 5.603
Si -33.986 1.351 5.523
Si -36.733 4.11 5.604
Si -34.025 6.774 5.489
Si -36.758 -6.802 5.522
Si -34.021 -4.103 5.5
Si -29.893 -0.032 6.796
Si -27.172 2.69 6.744
Si -29.919 5.422 6.767
Si -27.177 -8.167 6.744
Si -29.909 -5.461 6.784
Si -27.155 -2.738 6.734
Si -24.433 -0.019 6.698
Si -38.072 2.73 6.97
Si -40.808 5.464 7.008
Si -38.093 -8.141 6.935
Si -40.796 -5.413 7.015
Si -38.103 -2.735 6.943
Si -35.347 0 6.9
Si -32.636 2.715 6.865
Si -35.359 5.461 6.919
Si -32.651 8.134 6.831
Si -35.377 -5.456 6.871
Si -32.639 -2.742 6.831
Si -31.239 1.341 8.163
Si -28.529 4.06 8.096
Si -31.26 6.777 8.152
Si -28.52 -6.81 8.111
Si -31.26 -4.106 8.155
Si -28.506 -1.389 8.114
Si -25.78 1.34 8.069
Si -39.435 4.087 8.333
Si -25.791 6.779 8.058
Si -39.434 -6.8 8.333
Si -25.763 -4.103 8.043
Si -39.435 -1.382 8.34
Si -36.703 1.346 8.283
Si -33.994 4.069 8.23
Si -36.721 6.814 8.277
Si -34.001 -6.823 8.202
Si -36.718 -4.102 8.261
Si -33.974 -1.378 8.214
Si -32.595 -0.013 9.533
Si -29.862 2.706 9.484
Si -32.606 5.431 9.54
Si -29.875 -8.174 9.469
Si -32.615 -5.458 9.522
Si -29.87 -2.741 9.472
Si -27.126 -0.02 9.436
Si -40.786 2.726 9.706
Si -27.138 5.422 9.421
Si -40.784 -8.152 9.716
Si -27.123 -5.448 9.418
Si -40.781 -2.72 9.727
Si -38.059 -0.009 9.654
Si -35.337 2.716 9.608
Si -38.063 5.45 9.659
Si -35.342 -8.156 9.605
Si -38.057 -5.445 9.662
Si -35.337 -2.734 9.581
Si -31.216 -1.385 10.849
Si -28.475 1.341 10.802
Si -31.222 4.06 10.85
Si -28.483 -9.534 10.784
Si -31.227 -6.819 10.84
Si -28.479 -4.098 10.787
Si -25.739 -1.379 10.757
Si -39.411 1.347 11.032
Si -42.135 4.084 11.084
Si -39.409 -9.523 11.049
Si -42.134 -6.797 11.092
Si -39.407 -4.098 11.046
Si -36.686 -1.387 10.969
Si -33.949 1.34 10.908
Si -36.695 4.067 10.981
Si -33.96 6.786 10.913
Si -36.686 -6.811 10.995
Si -33.959 -4.103 10.903
Si -29.83 -0.021 12.163
Si -27.088 2.711 12.117
Si -29.834 5.434 12.15
Si -27.096 -8.166 12.099
Si -29.839 -5.449 12.149
Si -27.095 -2.738 12.11
Si -24.35 -0.021 12.086
Si -38.035 2.705 12.366
Si -40.755 5.436 12.426
Si -38.032 -8.163 12.384
Si -40.752 -5.449 12.435
Si -38.024 -2.737 12.367
Si -35.304 -0.017 12.276
Si -32.571 2.705 12.226
Si -35.315 5.437 12.292
Si -32.575 8.154 12.224
Si -35.296 -5.446 12.303
Si -32.575 -2.737 12.219
Si -31.189 1.327 13.532
Si -28.452 4.075 13.465
Si -31.178 6.789 13.522
Si -28.448 -6.806 13.459
Si -31.192 -4.105 13.531
Si -28.443 -1.388 13.476
Si -25.691 1.357 13.436
Si -39.379 4.056 13.756
Si -25.701 -9.515 13.421
Si -39.376 -6.81 13.776
Si -25.708 -4.094 13.433
Si -22.972 -1.381 13.425
Si -36.649 1.317 13.671
Si -33.935 4.059 13.59
Si -36.647 6.782 13.699
Si -33.916 9.5 13.617
Si -36.64 -4.102 13.694
Si -33.932 -1.386 13.593
Si -32.55 -0.028 14.902
Si -29.799 2.707 14.822
Si -32.54 5.435 14.875
Si -29.801 8.173 14.828
Si -32.533 -5.451 14.928
Si -29.803 -2.743 14.838
Si -27.042 -0.018 14.769
Si -24.305 2.71 14.777
Si -27.06 5.452 14.76
Si -24.343 -8.156 14.78
Si -27.065 -5.448 14.784
Si -24.324 -2.746 14.771
Si -37.973 -0.05 15.071
Si -35.268 2.692 14.975
Si -37.994 5.421 15.079
Si -35.252 8.149 15.013
Si -37.97 -5.454 15.093
Si -35.26 -2.726 15.005
Si -15.299 -1.236 -0.05
Si -12.542 1.262 -0.421
Si -14.678 3.591 -0.166
Si -12.054 6.516 -0.222
Si -15.062 9.706 -0.122
Si -12.009 -4.347 -0.345
Si -9.228 -1.714 -0.311
Si -6.42 1.079 -0.173
Si -9.831 4.282 -0.301
Si -6.594 6.631 -0.053
Si -9.772 -6.578 -0.327
Si -23.384 -3.957 -0.035
Si -20.707 -0.962 -0.171
Si -17.466 1.018 -0.165
Si -20.622 4.45 0.076
Si -18.067 7.049 -0.134
Si -20.33 -7.081 -0.21
Si -17.356 -4.383 -0.375
Si -13.633 -0.105 1.127
Si -10.948 2.574 0.909
Si -13.575 5.279 1.073
Si -10.893 8.145 1.027
Si -13.538 10.91 1.134
Si -10.834 -2.809 1.021
Si -8.127 -0.058 0.991
Si -21.72 2.741 1.276
Si -8.204 5.365 1.067
Si -21.742 -8.188 1.346
Si -8.169 -5.474 1.039
Si -21.757 -2.692 1.093
Si -19.077 0.001 1.207
Si -16.318 2.6 1.157
Si -19.048 5.535 1.359
Si -16.324 8.11 1.061
Si -19.067 -5.446 0.947
Si -16.445 -2.811 1.172
Si -14.948 1.27 2.532
Si -12.204 3.944 2.429
Si -14.96 6.699 2.39
Si -12.227 9.471 2.454
Si -14.932 -4.071 2.482
Si -12.196 -1.444 2.403
Si -9.521 1.304 2.324
Si -6.829 4.024 2.465
Si -9.517 6.789 2.417
Si -6.796 -6.791 2.463
Si -9.503 -4.134 2.456
Si -23.114 -1.346 2.53
Si -20.349 1.387 2.605
Si -17.637 4.042 2.502
Si -20.381 6.843 2.742
Si -17.675 -6.788 2.413
Si -20.374 -4.086 2.409
Si -17.771 -1.445 2.538
Si -16.323 -0.092 3.856
Si -13.573 2.654 3.848
Si -16.27 5.396 3.845
Si -13.6 8.081 3.772
Si -16.291 -5.472 3.809
Si -13.556 -2.741 3.829
Si -10.846 -0.051 3.749
Si -8.183 2.643 3.779
Si -10.859 5.376 3.768
Si -8.144 8.126 3.806
Si -10.855 10.82 3.821
Si -8.143 -2.752 3.817
Si -21.735 -0.013 3.913
Si -18.976 2.724 3.924
Si -21.784 5.409 3.966
Si -18.958 8.226 3.937
Si -21.716 -5.422 3.865
Si -19.075 -2.795 3.898
Si -14.852 -1.401 16.169
Si -12.195 1.296 16.179
Si -14.913 4.011 16.122
Si -12.203 6.805 16.129
Si -14.89 9.509 16.206
Si -12.207 12.201 16.19
Si -9.538 -1.429 16.183
Si -22.917 1.337 16.108
Si -9.518 4.025 16.121
Si -22.974 -9.497 16.137
Si -9.507 9.479 16.148
Si -22.952 -4.074 16.144
Si -20.241 -1.366 16.187
Si -17.555 1.347 16.134
Si -20.253 4.059 16.142
Si -17.599 6.768 16.145
Si -20.288 -6.805 16.16
Si -17.554 -4.084 16.209
Si -13.544 -0.048 17.58
Si -10.828 2.657 17.522
Si -13.566 5.406 17.41
Si -10.864 8.158 17.534
Si -13.53 10.857 17.608
Si -10.882 -2.779 17.599
Si -8.172 -0.065 17.52
Si -21.563 2.665 17.495
Si -8.197 5.422 17.458
Si -21.654 -8.133 17.537
Si -8.185 -5.506 17.558
Si -21.61 -2.725 17.539
Si -18.856 0.002 17.53
Si -16.245 2.68 17.554
Si -18.912 5.395 17.537
Si -16.302 8.157 17.519
Si -18.958 -5.435 17.533
Si -16.131 -2.773 17.579
Si -14.878 1.349 18.938
Si -12.204 4.093 18.777
Si -14.966 6.698 18.763
Si -12.174 9.5 18.978
Si -14.827 12.2 19.058
Si -12.226 -1.409 18.995
Si -9.469 1.299 18.926
Si -23.003 4.041 18.723
Si -9.534 6.763 18.859
Si -23.023 -6.756 18.921
Si -9.573 -4.19 18.979
Si -6.866 -1.437 18.918
Si -20.176 1.358 18.933
Si -17.6 4.011 18.956
Si -20.281 -9.531 18.84
Si -17.631 9.552 18.914
Si -20.304 -4.094 18.928
Si -17.452 -1.348 18.868
Si -16.161 -0.01 20.362
Si -13.549 2.816 20.185
Si -16.279 5.423 20.255
Si -13.59 8.006 20.079
Si -16.257 10.825 20.363
Si -13.462 -2.773 20.517
Si -10.86 -0.03 20.313
Si -8.106 2.746 20.223
Si -10.888 5.41 20.203
Si -8.119 8.041 20.195
Si -10.867 -5.534 20.514
Si -8.2 -2.82 20.315
Si -21.464 -0.049 20.3
Si -18.908 2.714 20.443
Si -21.692 5.387 20.072
Si -19.044 8.221 20.246
Si -21.739 -5.319 20.359
Si -18.843 -2.723 20.137
Si -15.07 -1.585 21.783
Si -11.939 1.726 21.458
Si -14.705 4.32 21.615
Si -12.502 6.514 21.498
Si -15.129 9.06 21.427
Si -11.905 -3.895 21.965
Si -9.735 -1.615 21.647
Si -22.615 1.59 21.483
Si -9.69 3.902 21.524
Si -22.884 6.871 21.409
Si -9.172 9.542 21.62
Si -7.067 -4.462 21.595
Si -19.848 -1.25 21.605
Si -17.727 1.072 21.737
Si -20.602 3.966 21.568
Si -17.498 7.01 21.493
Si -20.753 9.249 21.549
Si -17.387 12.509 21.592
Si -9.939 6.337 25.986
Si -12.694 3.494 -4.045
Si -23.053 2.633 -2.861
Si -17.999 -1.898 -7.276
Si -20.269 -3.79 -6.988
Si -17.099 -7.253 -4.429
Si -14.009 -3.041 -2.366
Si -15.022 -6.612 24.212
Si -22.32 -5.864 -2.354
Si -16.968 -4.296 24.418
Si -11.667 5.345 -6.184
Si -23.924 4.549 -4.831
Si -16.72 6.567 -2.815
Si -18.052 -0.91 25.851
Si -20.811 -7.538 24.464
Si -14.363 6.077 -7.256
Si -21.425 -8.161 -6.674
Si -15.637 3.96 -3.015
Si -12.405 -5.47 24.672
Si -13.892 7.927 -2.327
Si -19.445 5.984 23.737
Si -7.762 -0.97 -6.794
Si -23.605 -6.946 25.837
Si -17.903 2.006 -3.079
Si -20.156 3.969 -2.823
Si -15.95 -3.65 -6.09
Si -13.851 -5.705 -7.202
Si -24.424 0.218 23.597
Si -7.913 6.532 -4.821
Si -22.654 -4.55 -5.07
Si -15.242 -1.645 24.884
Si -23.086 -2.415 24.426
Si -24.187 -7.05 -6.325
Si -22.024 0.619 -4.793
Si -10.211 2.78 -2.801
Si -10.787 -1.006 -5.753
Si -13.052 1.016 -6.035
Si -20.314 -1.226 -3.174
Si -13.016 1.73 24.361
Si -10.942 -8.108 23.702
Si -19.045 -6.319 -6.74
Si -15.921 2.505 23.947
Si -23.074 -1.888 -4.06
Si -24.445 -8.043 -1.972
Si -17.688 -0.754 -4.472
Si -21.01 5.849 -4.938
Si -19.433 -5.234 25.872
Si -16.587 -4.513 -3.182
Si -10.723 -0.13 -2.576
Si -14.714 -1.356 -4.701
Si -14.17 -7.959 -5.245
Si -20.203 -2.64 24.396
Si -9.881 7.563 -6.894
Si -6.705 3.257 25.855
Si -14.918 -1.405 5.209
Si -12.191 1.294 5.167
Si -14.909 4.039 5.207
Si -12.222 6.735 5.146
Si -14.934 9.461 5.159
Si -12.211 -4.128 5.178
Si -9.506 -1.392 5.161
Si -6.772 1.313 5.135
Si -9.505 4.03 5.156
Si -23.072 6.77 5.371
Si -9.497 9.473 5.189
Si -23.063 -4.081 5.275
Si -20.387 -1.398 5.261
Si -17.626 1.314 5.235
Si -20.363 4.06 5.277
Si -17.609 6.784 5.222
Si -20.351 -6.763 5.267
Si -17.639 -4.126 5.209
Si -13.553 -0.039 6.555
Si -10.849 2.672 6.537
Si -13.551 5.4 6.561
Si -10.865 8.1 6.53
Si -13.57 10.823 6.531
Si -10.856 -2.756 6.538
Si -8.13 -0.041 6.522
Si -21.693 2.689 6.654
Si -24.44 5.407 6.707
Si -21.678 -8.156 6.644
Si -24.423 -5.454 6.646
Si -21.713 -2.74 6.656
Si -18.988 -0.041 6.597
Si -16.26 2.681 6.58
Si -18.978 5.434 6.596
Si -16.249 8.126 6.585
Si -18.975 -5.445 6.626
Si -16.269 -2.769 6.567
Si -14.894 1.326 7.933
Si -12.195 4.033 7.918
Si -14.893 6.763 7.94
Si -12.21 9.47 7.904
Si -14.907 -4.133 7.919
Si -12.203 -1.402 7.917
Si -9.483 1.318 7.9
Si -23.044 4.051 8.024
Si -9.506 6.75 7.91
Si -23.048 -6.809 8.002
Si -9.509 -4.114 7.918
Si -23.054 -1.382 8.028
Si -20.318 1.324 7.983
Si -17.612 4.055 7.94
Si -20.312 6.793 7.982
Si -17.607 -6.83 7.953
Si -20.323 -4.089 7.994
Si -17.61 -1.399 7.943
Si -16.244 -0.038 9.298
Si -13.544 2.685 9.298
Si -16.251 5.408 9.307
Si -13.546 8.124 9.304
Si -16.247 -5.475 9.312
Si -13.553 -2.765 9.282
Si -10.842 -0.038 9.275
Si -24.393 2.699 9.394
Si -10.848 5.395 9.292
Si -24.396 -8.173 9.37
Si -10.864 -5.483 9.278
Si -24.394 -2.744 9.392
Si -21.666 -0.024 9.359
Si -18.949 2.693 9.32
Si -21.665 5.426 9.344
Si -18.949 -8.177 9.337
Si -21.669 -5.459 9.353
Si -18.948 -2.741 9.338
Si -14.894 -1.405 10.661
Si -12.19 1.318 10.656
Si -14.892 4.048 10.669
Si -12.196 6.759 10.668
Si -14.894 9.486 10.678
Si -12.206 -4.12 10.655
Si -9.5 -1.4 10.65
Si -23.009 1.341 10.724
Si -25.745 4.068 10.749
Si -23.014 -9.53 10.707
Si -25.741 -6.812 10.739
Si -23.006 -4.097 10.724
Si -20.29 -1.38 10.704
Si -17.581 1.331 10.671
Si -20.295 4.059 10.686
Si -17.589 6.778 10.684
Si -20.297 -6.814 10.705
Si -17.587 -4.11 10.688
Si -13.536 -0.049 12.023
Si -10.854 2.678 12.037
Si -13.549 5.407 12.043
Si -10.858 8.124 12.042
Si -13.549 10.854 12.042
Si -10.85 -2.761 12.02
Si -8.159 -0.043 12.029
Si -21.633 2.703 12.063
Si -24.355 5.43 12.074
Si -21.65 -8.175 12.063
Si -24.361 -5.457 12.077
Si -21.627 -2.745 12.071
Si -18.919 -0.023 12.051
Si -16.229 2.683 12.042
Si -18.941 5.419 12.044
Si -16.243 8.135 12.057
Si -18.929 -5.463 12.068
Si -16.233 -2.752 12.053
Si -14.877 1.307 13.399
Si -12.208 4.037 13.411
Si -14.889 6.776 13.419
Si -12.203 9.498 13.411
Si -14.89 -4.112 13.429
Si -12.191 -1.407 13.399
Si -9.515 1.306 13.405
Si -22.973 4.078 13.419
Si -9.505 6.757 13.401
Si -22.988 -6.8 13.427
Si -9.52 12.198 13.403
Si -6.827 -1.412 13.406
Si -20.261 1.341 13.41
Si -17.579 4.059 13.394
Si -20.289 6.782 13.413
Si -17.582 9.496 13.442
Si -20.257 -4.088 13.439
Si -17.57 -1.384 13.424
Si -16.209 -0.04 14.794
Si -13.54 2.652 14.783
Si -16.242 5.411 14.775
Si -13.561 8.161 14.786
Si -16.234 -5.46 14.82
Si -13.524 -2.759 14.788
Si -10.859 -0.058 14.791
Si -8.163 2.669 14.759
Si -10.863 5.409 14.772
Si -8.16 8.126 14.764
Si -10.86 10.85 14.796
Si -8.186 -2.766 14.784
Si -21.585 -0.038 14.77
Si -18.91 2.704 14.77
Si -21.622 5.431 14.795
Si -18.952 8.134 14.791
Si -21.619 -5.445 14.783
Si -18.899 -2.732 14.819
O -0.174 7.935 -6.168
O 1.384 -5.884 22.715
O 2.271 -1.613 -1.631
O 0.25 -0.041 -0.797
O 2.158 -0.006 -5.621
O 6.557 -7.537 22.87
O 4.411 -1.464 -5.762
O -4.457 -2.068 22.633
O -2.245 3.624 -3.479
O 3.368 -0.12 25.79
O -5.491 -4.251 -5.988
O -6.407 -3.831 22.939
O 1.445 -1.294 22.916
O 11.575 5.712 25.802
O 4.411 6.613 23.234
O -5.538 7.93 21.941
O -2.45 -3.328 25.1
O -1.417 -4.231 -1.462
O 6.841 -0.769 22.876
O -3.855 -6.897 23.056
O -7.146 6.131 22.929
O -3.678 4.053 -1.472
O 2.918 2.708 -0.552
O 10.864 5.464 -0.721
O 5.491 -5.442 -0.433
O -1.598 1.385 -4.445
O -0.194 -2.881 21.815
O -0.166 -0.721 -4.427
O -5.375 2.7 22.058
O 9.257 1.388 -1.791
O -2.63 -8.096 -0.577
O 1.289 4.414 -6.274
O 4.133 0.5 -3.957
O 6.087 -1.971 -3.879
O 4.48 0.949 -6.524
O 5.388 2.673 22.111
O -5.047 -3.025 24.998
O -1.495 1.667 -1.776
O 3.332 1.283 22.923
O 8.3 -7.623 24.835
O -8.394 7.549 -3.656
O 1.381 4.517 -1.533
O -10.352 4.415 -6.556
O 2.438 4.084 -3.966
O -6.718 -6.819 -2.853
O 5.103 7.783 -6.202
O 6.618 -1.315 -1.435
O 6.828 3.889 -1.53
O -2.125 -4.503 22.677
O -6.291 -4.535 -1.61
O 1.074 -3.746 -2.104
O 1.176 -1.481 25.501
O 0.19 -6.055 -2.711
O 3.772 3.419 -6.186
O -0.835 -3.883 -3.928
O -2.815 -7.576 -5.505
O 7.495 -7.046 -1.086
O 4.753 1.067 -1.476
O -5.325 -0.255 -3.321
O 2.607 5.337 22.03
O -5.298 -7.925 -6.56
O 8.818 1.035 23.007
O 3.258 -3.567 -3.541
O 6.291 -3.343 -6.061
O -0.849 -6.13 -5.16
O -2.843 7.874 25.091
O -0.971 -0.777 24.018
O 8.033 -5.491 22.081
O 7.241 4.618 -3.998
O 7.964 -0.178 25.171
O 5.322 -2.701 21.973
O 4.928 5.243 -2.965
O 3.394 5.881 -5.654
O 4.106 7.628 -3.868
O -1.607 6.905 23.052
O 3.687 -4.459 22.857
O 0.062 -8.035 21.865
O -8.223 0.293 25.104
O -1.473 1.573 22.997
O 3.854 6.31 25.755
O 3.869 7.098 -1.356
O 5.426 5.484 -0.121
O -3.472 0.568 24.529
O -4.023 -1.905 -1.651
O -3.848 6.385 -5.662
O 2.491 -8 -5.992
O 0.4 -6.823 24.864
O -4.635 5.456 25.047
O -4.497 -6.46 -1.438
O -0.306 7.157 25.483
O -7.378 -2.522 -6.527
O -5.285 -0.067 -0.355
O 10.801 -8.066 25.582
O 8.882 7.097 -1.534
O 7.344 4.076 23.226
O 2.881 2.388 25.3
O -2.702 -0.808 -3.546
O 7.617 -3.964 25.654
O -7.227 1.01 22.829
O -0.255 -4.041 -6.468
O 7.753 4.216 26.063
O 0.278 5.574 -3.611
O -2.818 -0.179 21.812
O -4.753 -5.199 -3.685
O -6.662 2.005 -4.18
O 7.363 -7.755 -7.202
O 4.732 -5.24 -5.018
O 0.257 2.904 -3.289
O 0.167 -5.531 0.018
O 1.504 3.229 23.088
O 9.639 7.276 -7.158
O -12.972 5.2 -7.174
O 14.753 -2.485 24.597
O 3.469 -2.523 24.668
O -9.854 1.232 -2.52
O 1.528 -2.502 -5.291
O -2.063 5.316 24.901
O 6.69 0.491 -3.233
O -2.551 -5.894 24.91
O 15.971 3.113 25.223
O 18.594 -6.677 22.499
O 16.325 -2.288 -3.206
O 16.522 -0.289 -0.462
O 17.062 -0.986 -6.187
O 15.237 -6.863 -5.299
O 20.683 7.994 25.349
O 19.492 -5.808 24.891
O 29.895 -3.39 -3.275
O 11.758 -2.034 23.041
O 13.964 2.461 -3.608
O 17.639 1.307 24.307
O 9.686 -5.611 -3.434
O 10.01 -3.963 22.787
O 18.635 -0.153 22.278
O 24.293 -6.538 -4.816
O 20.423 7.318 22.88
O 10.644 -8.146 22.251
O 14.03 4.88 -5.615
O 14.863 -3.608 -1.426
O 21.347 -2.665 22.35
O 14.551 -5.928 24.948
O 8.431 6.87 22.972
O 12.78 3.703 -1.493
O 19.096 2.715 -0.341
O 27.169 5.592 -0.32
O 21.873 -5.337 -0.35
O 15.592 0.465 -4.373
O 16.497 -1.197 23.028
O 12.326 4.484 23.478
O 10.694 2.716 22.313
O 25.554 1.646 -1.294
O 13.603 -8.026 -0.615
O 18.945 6 -5.481
O 18.342 3.916 -3.906
O 24.187 -1.33 -3.209
O -33.017 0.984 25.794
O 21.705 2.842 22.192
O 12.401 -1.709 25.544
O 14.725 0.907 -1.749
O 20.173 1.317 23.476
O 22.668 6.814 24.126
O 6.309 7.291 -2.313
O 17.312 4.324 -1.454
O 10.091 -3.071 25.144
O 15.911 4.791 -3.718
O 13.431 7.498 25.643
O 8.071 -7.639 -3.551
O 22.502 8.041 -5.645
O 22.91 -0.921 -0.933
O 21.106 1.215 -0.98
O 16.133 -3.614 22.653
O 9.986 -4.662 -1.03
O 16.882 -4.944 -5.71
O 20.574 -3.227 -1.322
O 16.501 4.865 -6.334
O 17.822 -7.502 -1.058
O 20.476 3.838 -5.346
O 18.034 -4.178 -3.444
O 11.613 6.008 -5.814
O 23.774 -7.024 -0.95
O 21.16 2.839 -3.021
O 11.185 -1.59 -3.438
O 7.626 2.946 -5.955
O 18.827 5.434 22.17
O 14.135 -4.8 -6.27
O 25.069 3.525 -6.09
O 19.145 -1.942 -3.166
O 19.724 -0.738 -5.906
O 21.068 -3.8 -3.785
O 14.89 0.468 -6.847
O -40.138 4.732 25.13
O 25.683 -3.929 23.567
O 22.995 3.166 -1.155
O 21.149 1.249 -5.095
O 23.709 2.86 25.762
O 21.586 -1.352 -3.074
O 17.249 1.599 -6.15
O 37.389 5.436 -6.989
O 22.937 3.121 -4.897
O 20.077 8.049 -6.652
O 17.657 -8.014 -5.626
O -44.314 1.158 -0.866
O 16.487 -7.778 -3.265
O -27.995 0.559 -5.472
O 19.151 -4.19 22.951
O 16.308 -8.045 22.052
O 14.285 7.122 23.149
O 9.28 -1.491 23.251
O 21.803 -6.392 -3.908
O 13.475 -0.064 22.311
O 37.448 7.66 -5.603
O 20.46 7.379 -1.397
O -27.321 -5.47 -0.422
O 21.794 5.398 -0.344
O 12.104 4.247 -3.953
O 12.409 -2.17 -1.199
O -44.647 -4.398 23.279
O 13.98 -5.034 22.487
O -12.412 3.156 24.884
O 28.356 -1.401 -3.658
O 15.914 -8.065 24.959
O -17.701 -0.868 -6.075
O 11.697 -6.465 -1.669
O 42.697 -3.725 23.256
O 26.249 -7.352 25.248
O 45.03 0.925 -5.547
O 10.928 -0.13 -0.499
O 24.103 1.074 -6.176
O 25.271 7.146 -1.278
O 11.495 1.91 -2.938
O 23.459 4.609 22.922
O 23.923 0.276 25.437
O 39.209 -0.977 23.731
O 2.194 -4.909 -5.644
O -15.244 7.064 -2.399
O 15.801 6.982 -1.254
O -44.922 -4.098 -6.938
O 42.59 1.716 -6.368
O 31.192 -5.699 -3.323
O 29.274 -1.052 23.243
O 18.139 6.677 -2.436
O 36.142 5.5 -4.672
O -13.903 -1.478 25.844
O -36.981 -5.495 25.131
O 8.286 -2.835 -0.338
O 9.83 0.451 -4.337
O 3.505 -3.804 -1.025
O 22.103 -4.859 -5.932
O -40.756 -0.054 25.493
O 16.531 2.358 -2.913
O 16.357 -5.436 -0.389
O 17.151 3.554 22.971
O -42.755 -5.141 -5.877
O 9.408 -6.958 -5.641
O -34.519 6.942 -5.227
O 19.878 -3.265 25.646
O -30.484 1.492 24.289
O 9.302 2.995 -3.945
O 17.371 -2.8 24.911
O 13.648 4.126 25.857
O 22.939 0.944 -2.723
O 12.734 -4.198 24.71
O 32.278 3.103 25.239
O 34.488 -6.835 23.21
O 34.174 -2.108 -0.979
O 32.701 -0.023 -0.266
O 33.09 -1.069 -4.279
O 33.437 -6.493 -4.504
O 39.347 -7.401 23.095
O 35.353 -5.595 25.362
O 37.246 -3.05 -4.948
O -12.417 -4.348 23.475
O 31.801 1.215 -3.696
O 36.299 0.999 23.178
O 25.368 -3.276 -4.501
O -11.649 -6.724 24.038
O 34.424 -0.888 23.09
O 43.338 4.385 -3.173
O 37.245 7.345 23.158
O 26.855 -8.154 21.945
O 31.527 -0.885 24.688
O 32.538 -3.563 -3.787
O 42.35 -1.331 24.205
O 28.207 -6.686 23.469
O 25.104 6.648 23.055
O 29.09 4.238 -1.343
O 35.372 2.778 -0.228
O 43.396 5.508 -0.194
O 38.098 -5.276 -0.163
O 35.611 -7.541 -3.405
O -21.63 -2.176 -3.34
O 32.578 -2.638 22.314
O 28.766 -7.32 25.942
O 26.957 2.808 22.439
O 42.155 2.174 -0.98
O 29.876 -7.985 -0.269
O 33.9 4.941 -5.96
O 34.386 3.831 -3.586
O 40.913 -0.82 -2.981
O 38.099 -7.632 25.286
O 38.033 2.768 22.296
O 27.247 -2.366 22.423
O 30.77 1.497 -1.203
O 35.657 -0.391 25.309
O 2.337 -4.912 24.974
O 23.609 8.018 -3.166
O 33.837 4.684 -1.147
O 27.688 -2.707 24.992
O 32.681 5.712 -3.338
O 28.213 0.5 -5.546
O 25.877 -6.91 -2.455
O 41.164 5.621 -3.598
O 39.121 -1.136 -1.016
O 37.121 1.144 -1.196
O 30.8 -4.336 23.249
O 26.111 -4.667 -1.021
O 33.435 -7.438 25.533
O 36.576 -3.142 -0.735
O 28.595 4.966 -3.924
O 35.047 -6.8 -0.893
O 35.74 3.077 -5.61
O -31.316 6.389 26.063
O 27.73 6.904 -5.415
O 39.825 -7.036 -1.022
O 40.004 3.781 -1.041
O -42.919 4.363 -6.697
O -32.394 -5.972 24.303
O 35.421 5.681 22.302
O 29.727 -4.862 -6.327
O 42.01 4.083 -5.507
O 36.051 -0.959 -2.263
O 36.136 0.592 -6.172
O 35.41 -3.361 -2.982
O -13.703 -2.061 -3.631
O 47.231 6.381 23.267
O 40.826 -5.404 22.358
O 38.31 -0.109 -3.225
O 38.134 2.06 -5.319
O 37.835 -6.547 -7.091
O 39.735 -2.881 -4.014
O 30.842 -0.518 -5.455
O 37.873 -2.693 22.383
O 0.142 -1.179 -6.987
O -21.919 -5.249 -3.796
O 26.396 -5.35 -5.766
O 31.692 8.107 -3.498
O 28.594 4.741 23.267
O 36.03 -4.424 23.092
O 32.442 -8.127 22.316
O 30.461 6.613 23.185
O 25.581 -1.36 24.249
O -21.828 5.448 -0.423
O -44.831 0.343 23.216
O -45.657 -2.148 -2.954
O 36.362 7.28 -1.276
O 34.623 -2.989 -5.38
O 38.143 5.543 -0.317
O 27.43 4.469 -6.345
O 29.019 -1.897 -1.157
O -37.863 7.827 25.072
O 29.343 0.368 25.477
O 38.748 5.767 -4.537
O 30.868 -5.869 25.453
O 29.706 -2.306 -7.054
O -45.088 -6.381 -5.477
O 28.163 -6.253 -1.291
O 28.04 7.128 24.287
O -34.563 -3.694 -1.224
O 26.103 -0.788 -4.859
O 27.281 -0.052 -0.278
O 39.986 0.248 -5.96
O 41.516 7.231 -0.989
O 25.117 2.048 -3.917
O 39.84 4.398 23.146
O 40.797 0.366 25.361
O -16.235 -5.562 -0.539
O -13.393 -6.916 -6.213
O 26.881 2.033 -7.221
O 31.486 6.64 -1.257
O 37.824 -4.975 24.917
O 25.106 0.982 23.161
O 44.647 6.721 -7.2
O 41.281 4.777 25.24
O 33.797 7.585 -1.947
O 30.542 1.134 23.298
O 27.227 -4.813 -3.352
O 25.992 -7.769 -6.514
O 24.58 -2.733 -0.182
O 27.251 0.804 -3.1
O 32.196 -2.607 -6.236
O 40.545 -6.697 -6.726
O -37.243 -6.285 -1.094
O 32.004 3.404 -2.405
O 32.891 -5.449 -0.157
O 33.966 1.402 24.299
O -41.987 1.784 -2.112
O -23.603 -5.627 -5.817
O -12.72 1.378 22.826
O 31.117 -6.94 -5.705
O 33.685 -1.986 25.85
O -25.576 -6.859 -7.132
O 33.045 -5.044 24.379
O 29.792 5.564 25.458
O 43.847 -3.739 -5.494
O -26.247 3.224 -1.396
O 48.779 3.15 25.49
O -47.46 -6.327 23.552
O -46.73 -1.576 -0.709
O -48.796 -0.097 -0.079
O -45.714 -3.951 -1.06
O 47.845 -6.625 -5.48
O -42.505 -7.239 23.172
O -45.053 3.175 -5.674
O -1.206 7.799 -3.796
O 44.631 -1.857 23.122
O 47.185 1.715 -4.009
O -47.666 1.609 23.902
O 44.967 -2.85 -3.326
O -8.454 5.009 -4.741
O -47.484 -0.929 23.257
O -39.781 -7.888 -5.256
O -44.142 7.018 23.214
O 43.311 -8.184 22.195
O 47.455 -2.309 25.279
O 47.518 -3.978 -1.211
O -43.274 -2.595 22.176
O 44.718 -6.648 23.587
O 41.693 6.288 23.115
O 45.064 3.784 -1.197
O -46.208 2.656 -0.032
O -38.324 5.351 -0.209
O -43.663 -5.436 -0.293
O -23.297 6.174 22.832
O -48.911 -0.017 -3.447
O 48.899 -2.66 22.189
O 45.533 -7.098 26.034
O 43.528 2.891 22.36
O -39.693 2.028 -0.967
O 46.246 -8.136 -0.245
O -45.151 -2.132 24.429
O -46.524 3.936 -3.541
O -41.197 -1.044 -3.59
O -43.212 7.965 25.46
O -43.382 2.502 22.387
O 44.038 -3.002 25.402
O 47.5 1.227 -1.444
O -11.736 0.145 -6.375
O -41.668 4.248 23.177
O 40.003 7.814 -3.122
O -47.627 4.433 -1.134
O 40.165 2.681 -6.862
O -48.962 4.958 -3.222
O -23.007 -3.193 22.99
O 42.066 -6.945 -2.368
O -41.618 6.484 -5.613
O -42.411 -0.616 -0.949
O 38.328 0.946 25.44
O 46.76 -3.84 23.137
O 42.53 -4.719 -0.973
O 48.679 -6.986 25.395
O 44.962 7.195 24.374
O -47.764 0.321 -5.803
O -47.03 -7.169 -0.965
O 28.62 -7.261 -6.592
O -48.665 -4.552 -6.098
O 45.865 4.764 -3.482
O -42.04 -7.339 -1.115
O -30.772 4.947 -6.179
O -39.662 0.946 -4.182
O -21.064 -6.551 -1.58
O -46.146 5.461 22.433
O 46.206 -4.744 -6.107
O -47.75 2.942 -5.598
O -16.172 -1.124 -3.99
O -40.091 -7.34 25.886
O -16.965 1.6 23.089
O -31.225 -1.811 -5.951
O 47.812 2.105 23.228
O -40.671 -5.591 22.328
O -41.604 3.92 -0.777
O -47.988 7.301 -2.579
O -28.966 -3.571 -1.37
O 48.323 -4.748 -3.636
O 36.171 1.324 -3.645
O -37.039 7.066 -6.404
O -46.559 5.285 -5.818
O -45.821 -7.714 -3.25
O -29.302 7.893 -3.24
O 47.401 6.887 -3.729
O 45.15 4.781 23.235
O -37.596 4.605 -3.173
O -48.951 -8.166 22.431
O -39.502 5.963 -4.274
O -34.082 -4.439 22.986
O -47.623 -6.343 -4.522
O -38.068 0.072 -0.249
O -46.517 7.847 -5.676
O -45.613 6.991 -1.17
O -45.404 6.7 26.044
O -43.617 5.493 -0.193
O 46.549 5.482 -5.906
O 45.557 -1.636 -1.095
O 40.076 -5.78 25.785
O -36.625 -1.702 23.231
O -43.817 -0.115 25.591
O 46.486 -4.684 25.629
O -34.293 -1.735 -2.966
O -16.499 -0.73 25.408
O 44.405 -6.535 -1.138
O 40.573 7.242 -5.628
O -15.019 -4.239 -2.804
O -9.215 4.572 22.934
O 43.64 0.076 -0.282
O -37.714 1.22 -5.872
O -40.217 7.025 -0.973
O 44.792 2.259 -3.31
O 47.442 -2.238 -2.981
O -30.389 -6.908 23.008
O -8.121 -5.612 22.113
O 11.77 -4.119 -2.884
O -32.064 8.058 -5.845
O 47.929 6.399 -1.179
O -42.353 0.47 -5.328
O 41.893 1.038 23.154
O 45.354 -7.246 -6.128
O 19.569 -5.404 -5.165
O -30.75 -7.531 25.596
O 46.278 0.075 22.408
O 43.75 -5.181 -3.273
O 42.885 -7.975 -6.004
O 40.9 -2.786 -0.177
O 23.81 -1.517 -5.839
O -24.026 4.051 24.275
O -40.254 -5.567 -6.491
O -20.261 -2.277 22.808
O -48.485 2.431 -2.661
O -48.818 -5.525 -0.047
O -48.204 4.013 23.219
O -30.588 3.877 -3.719
O 35.373 -7.253 -6.112
O -47.395 -5.19 26.04
O 39.46 6.618 24.444
O 41.122 2.989 -3.276
O 48.79 -4.489 24.42
O -14.124 0.026 -5.302
O -43.623 0.114 -3.113
O 6.839 2.163 24.948
O 39.893 1.25 -1.711
O -29.665 5.454 21.945
O -31.107 -2.06 -1.177
O -32.709 -0.141 -0.322
O -28.819 3.543 24.158
O -34.119 -6.886 -5.033
O -26.32 -6.912 22.802
O -31.024 -6.428 -4.358
O -26.172 -1.15 -6.538
O -8.602 5.935 25.159
O -35.229 3.163 -3.189
O 45.636 -0.295 -3.324
O -38.608 -1.46 -3.726
O -38.831 -4.357 23.571
O -30.483 -0.834 22.889
O -24.598 -8.039 -5.133
O -27.68 6.797 22.939
O -37.958 7.889 22.117
O -32.593 -3.45 24.884
O -17.504 -3.895 -1.958
O -23.933 -1.045 24.458
O -36.015 -7.483 23.358
O -39.475 5.788 22.851
O -36.717 3.394 -1.055
O -29.902 2.612 -0.332
O 1.068 0.879 24.211
O -33.225 1.494 23.031
O 22.154 -7.11 23.302
O -34.446 0.695 -3.958
O -32.237 -2.728 22.054
O -35.535 -7.482 25.901
O -37.779 2.734 22.396
O -23.116 1.422 -3.92
O -35.515 -8.135 -0.346
O -28.857 5.616 -4.597
O -31.75 4.064 -1.312
O -24.192 -1.251 -3.074
O -27.071 -8.053 25.005
O -26.917 2.692 21.815
O -39.133 -1.394 23.902
O -34.402 1.475 -1.385
O -28.499 0.854 22.71
O 30.839 -1.007 -2.84
O -41.248 7.686 -3.268
O -11.388 -2.493 -6.118
O 12.29 -6.552 23.42
O -32.821 5.18 -3.329
O -25.426 6.373 24.364
O -39.613 -6.972 -1.965
O -27.081 7.457 -4.757
O -26.283 -1.332 -1.443
O -27.879 1.127 -1.108
O -20.267 -4.18 24.94
O -39.22 -4.512 -1.053
O -37.532 -3.478 -5.103
O -31.125 -4.305 -2.651
O -30.915 -1.745 25.654
O -30.861 -7.096 -1.382
O -29.01 3.072 -5.578
O -30.398 -4.049 -5.127
O 24.288 -5.87 -7.275
O -25.593 -7.26 -1.177
O 2.762 -6.174 -3.459
O -36.176 -1.18 -4.693
O -37.506 2.016 -3.297
O 32.367 2.641 22.547
O -35.742 -5.153 -4.078
O -24.04 3.431 -5.983
O -44.699 -4.147 -4.323
O -19.121 -4.754 -6.396
O -7.163 3.927 24.456
O 5.407 4.517 24.801
O -33.004 -0.934 24.091
O -24.363 -5.317 22.063
O 27.818 -3.276 -5.499
O -26.463 2.67 -5.641
O -20 5.337 -6.104
O -26.692 -1.198 -3.995
O -12.668 -4.598 -7.315
O -26.973 -2.546 21.99
O -24.023 3.831 -3.37
O -5.617 2.105 25.45
O 39.276 -2.227 -6.518
O -20.775 0.206 -3.816
O -33.807 6.414 -1.237
O -33.414 5.12 24.631
O -28.651 -4.378 22.825
O -32.372 8.042 22.013
O -31.211 3.864 25.363
O -37.595 -2.967 25.35
O -14.779 -1.221 23.368
O 15.463 6.938 -5.11
O -16.352 -0.105 -0.616
O -28.983 7.508 -0.794
O -0.219 -4.453 24.404
O -27.341 5.418 -0.411
O -22.366 -7.589 24.993
O -35.895 -1.434 -0.845
O -43.524 1.695 -7.227
O -10.794 -0.719 -4.115
O -16.74 -3.895 -4.682
O -34.472 -5.059 25.556
O -42.945 -3.149 25.147
O -37.8 -6.063 -5.652
O 15.292 1.676 23.121
O -35.669 6.503 24.721
O -4.664 4.579 -3.93
O -39.917 -0.974 -5.942
O -20.247 4.872 22.878
O -24.802 1.082 -6.931
O -23.504 7.353 -1.077
O 19.137 -0.812 24.838
O -25.489 4.817 22.339
O -24.995 1.443 24.474
O -25.534 -0.373 22.589
O -33.004 -4.622 -4.439
O -36.636 -2.906 -2.762
O -4.362 2.111 -3.007
O -27.253 -5.401 24.807
O -39.662 1.089 23.318
O -32.99 7.808 -3.35
O -10.713 7.412 25.069
O -31.232 6.689 -1.847
O -19.561 -2.342 -7.191
O -38.247 -5.241 -3.297
O -36.88 2.102 25.929
O -40.887 -2.652 -0.239
O -38.936 3.395 -5.039
O -34.826 -4.8 -6.384
O -30.468 -6.228 -6.856
O -28.573 -2.022 -5.668
O -32.723 2.491 -3.197
O -32.759 -5.457 -0.437
O -31.151 3.55 22.812
O -28.831 -0.468 24.94
O 7.354 -5.514 -5.021
O 11.305 3.05 25.334
O 17.003 -5.646 24.157
O 29.613 2.632 -3.281
O -40.178 3.773 -2.858
O 15.086 -4.584 -3.853
O -41.554 -0.768 23.091
O -25.742 0.893 -2.641
O -3.334 3.119 24.79
O -16.673 3.062 25.253
O -14.303 -6.97 22.807
O -14.701 -2.074 -1.291
O -19.843 -6.757 25.498
O -27.746 5.624 25.339
O -17.473 7.671 -3.713
O -9.581 -7.7 22.916
O 31.459 -3.328 25.61
O -9.779 -7.129 -6.936
O 39.114 -4.763 -5.686
O -18.98 3.121 -3.521
O -14.632 1.698 24.509
O -23.603 -3.313 -4.597
O 8.562 -1.517 -3.352
O 2.083 -6.936 -1.067
O -16.405 2.573 -3.23
O -11.856 7.281 22.765
O -21.79 8.01 21.764
O -15.904 -3.144 24.871
O 9.175 5.078 -5.669
O -9.086 -0.868 22.935
O -48.393 -2.139 -5.12
O -11.719 -5.04 26.073
O -19.774 4.093 -1.263
O -13.694 2.4 -0.76
O -5.482 5.539 -0.525
O -10.903 -5.478 -0.808
O 41.591 -1.66 -5.443
O -18.152 1.574 -1.535
O -16.216 -2.725 21.874
O -48.033 -3.225 -2.246
O -21.65 2.793 22.042
O -6.664 1.516 -1.725
O -19.197 -8.187 -0.633
O 21.985 -0.097 -7.195
O 45.673 -2.201 -6.644
O -9.922 2.988 -4.349
O -13.889 -5.934 25.131
O -10.745 2.732 21.938
O -21.597 -2.002 24.923
O -45.712 -2.014 -5.549
O -18.912 -1.666 -3.884
O -7.922 -5.196 -6.643
O -25.217 7.248 -2.925
O -15.419 4.263 -1.444
O -23.804 -3.43 25.444
O -16.529 5.173 -3.61
O -21.545 1.543 -6.028
O -22.882 -4.674 -1.408
O -8.492 7.067 -6.226
O -9.951 -1.237 -1.694
O -14.209 3.849 -3.705
O -17.947 -4.007 23.131
O -33.727 -1.333 -5.56
O -37.276 -0.437 25.533
O -12.091 0.344 -1.75
O -34.308 6.282 22.538
O -14.256 -7.068 -1.473
O -12.101 4.844 -4.713
O -14.412 6.857 -5.823
O -20.581 -6.801 -6.616
O 48.149 -2.454 -7.362
O -11.812 3.127 -2.716
O -8.063 -2.784 -0.758
O -22.462 5.174 -5.033
O -13.578 5.419 22.09
O 15.42 5.74 24.939
O -41.251 -3.07 -6.677
O 9.71 -5.649 25.752
O 9.979 -1.977 -5.676
O -15.63 -7.33 -5.052
O 20.312 5.551 -3.31
O -17.576 6.291 -1.48
O 24.51 5.368 25.172
O -9.364 3.683 -1.759
O 43.044 -7.734 25.499
O -41.574 6.735 23.928
O -29.912 -5.205 24.944
O -1.258 1.112 25.669
O -10.781 -2.731 22.239
O 31.422 -3.829 -1.353
O 29.804 5.437 -6.205
O 35.819 -5.245 -4.648
O -3.64 4.664 22.739
O -5.601 4.655 -6.444
O -22.954 -7.807 -7.087
O -6.67 -1.363 23.819
O -16.326 8.058 21.922
O -18.169 6.459 22.867
O -15.784 -7.863 24.864
O -6.308 6.462 -4.718
O -20.343 7.25 24.204
O 48.882 -0.132 25.276
O -12.723 7.107 -1.585
O -14.895 -2.43 -5.903
O -10.889 5.47 -0.688
O -25.088 5.665 -4.997
O -19.966 -1.261 -1.592
O -24.842 -6.503 24.885
O -18.885 0.476 25.714
O -18.819 -0.089 22.182
O -17.872 -4.837 25.646
O 7.029 -0.863 -6.12
O -35.753 4.296 23.283
O -23.481 -6.947 -2.659
O -44.182 6.524 -5.835
O -9.085 -7.177 -1.682
O -22.754 -0.782 -5.222
O -21.881 0.114 -0.583
O -18.004 0.758 -4.063
O -7.165 7.368 -1.374
O -21.536 3.158 -2.89
O -29.958 -2.11 -3.49
O 19.746 8.004 -3.985
O 44.867 7.009 -4.619
O -17.054 -6.062 -3.33
O 43.338 0.849 25.416
O -29.456 8.018 -5.725
O -12.681 2.226 -5.042
O -23.171 0.816 22.79
O -26.304 3.43 25.421
O 23.192 -0.902 23.212
O 42.35 -3.007 -3.391
O 12.041 3.49 -6.52
O -35.19 0.669 24.489
O -27.771 2.324 -3.424
O -24.5 -2.84 -0.435
O -35.247 5.188 -6.955
O -17.03 -3.189 -7.192
O -9.385 -0.906 -6.595
O -21.547 -3.835 -6.011
O 6.395 6.924 24.767
O 1.257 7.916 -3.025
O -15.381 3.684 22.962
O -18.136 -7.039 -5.634
O 46.355 5.353 25.514
O -13.403 -8.035 -3.822
O 18.618 -3.079 -5.905
O -18.826 -2.003 24.952
O -41.017 1.851 -7.261
O -16.11 -5.512 23.837
O -18.913 5.257 25.067
O 17.816 -2.561 -1.09
O -5.833 2.089 -6.702
O -21.274 7.432 -5.213
O -34.985 -0.064 21.954
O -20.535 -6.661 23.111
O -11.153 6.901 -6.109
O 13.689 -2.405 -3.441
O 24.101 -5.553 22.403
O -4.487 -2.629 -4.17
O -12.339 0.516 25.16
O 34.135 4 23.575
O -2.881 -4.348 -5.463
O 5.417 2.75 -3.432
O 36.052 -3.011 25.274
O -46.363 -0.066 25.367
O -28.543 -3.048 25.101
O -8.256 2.715 -6.192
O -7.297 0.132 -5.708
O -0.662 6.738 -1.469
O 47.586 -0.567 -5.634
O -2.218 -0.599 -6.107
O -5.103 -7.195 25.361
O -23.445 2.126 -1.376
O 5.051 -4.565 25.07
O -12.678 -3.695 -1.702
O 19.761 1.506 -7.266
O -20.332 5.423 -3.532
O -15.17 -4.955 -6.621
O 27.049 3.329 -2.673
O -43.388 -1.96 -4.543
O -44.917 -4.661 25.75

Results
total energy: -609937.982 eV
total energy less fixed offsets of O -438.25, Si -107.07 eV per atom: -18.782 eV

Forces (eV/angstrom) on atoms 865 to 1537 of the 3024, counted in the order above; the others are left out for length: element, x, y, z
Si 0.09 0.16 -0.666
Si -0.2 -0.103 -0.732
Si -0.374 -0.244 -0.783
Si 0.204 0.151 -0.749
Si 0.046 0.211 -0.674
Si -0.037 -0.125 -0.681
Si 0.365 0.232 -0.668
Si -0.052 -0.172 -0.657
Si 0.118 0.177 -0.765
Si -0.257 -0.269 -0.731
Si -0.226 -0.008 -0.779
Si 0.053 0.237 -0.7
Si 0.159 0.285 -0.694
Si -0.156 -0.23 -0.75
Si 0.131 0.107 -0.664
Si -0.092 -0.185 -0.665
Si 0.424 0.345 -0.626
Si -0.135 -0.184 -0.684
Si -0.013 -0.129 -0.053
Si 0.056 -0.036 0.083
Si -0.082 0 0.059
Si 0.11 0.024 0.078
Si 0.047 -0.049 -0.106
Si 0.086 0.111 -0.064
Si 0.056 0.032 0.139
Si -0.03 -0.074 0.087
Si -0.034 -0.049 0.12
Si -0.031 0.047 -0.038
Si 0.013 -0.009 0.011
Si 0.059 -0.145 -0.031
Si -0.059 0.135 0.068
Si -0.05 0.036 -0.058
Si -0.029 0.063 -0.112
Si -0.026 -0.05 -0.018
Si 0.102 0.053 -0.095
Si 0.096 -0.016 0.084
Si -0.064 -0.052 -0.046
Si 0.138 0.048 -0.004
Si 0.016 0.064 -0.191
Si -0.092 0.012 -0.053
Si 0.041 -0.009 -0.025
Si -0.042 -0.083 0.077
Si 0.016 -0.018 0.082
Si -0.024 0.038 0.006
Si 0.01 0.034 -0.072
Si 0.004 0.038 -0.181
Si -0.01 -0.086 -0.169
Si -0.058 0.001 0.094
Si -0.005 0.059 -0.176
Si -0.061 -0.116 0.056
Si -0.04 -0.073 -0.012
Si -0.047 0.027 0.038
Si 0.059 0.026 0.077
Si 0.02 0.092 -0.085
Si 0.043 -0.014 -0.028
Si 0.031 0.035 0.192
Si -0.078 -0.206 -0.199
Si 0.014 -0.092 -0.189
Si 0.031 -0.061 -0.022
Si 0.042 -0.012 0.036
Si -0.05 -0.038 -0.041
Si 0.078 0.01 0.016
Si 0.019 -0.115 -0.009
Si -0.068 -0.123 0.028
Si -0.014 0.075 -0.014
Si 0.109 -0.008 0.116
Si 0.093 -0.108 -0.021
Si 0.107 0.046 0.01
Si -0.115 -0.063 0.136
Si 0.012 -0.035 -0.014
Si -0.064 0.055 0.008
Si -0.012 0.035 -0.086
Si -0.002 0.011 0.004
Si -0.011 -0.005 -0.005
Si -0.01 -0.009 0
Si 0.006 0.006 -0.001
Si 0.001 0.004 0.009
Si -0.008 -0.019 0.008
Si -0.008 0.006 -0.001
Si 0.002 -0.012 -0.003
Si -0.002 0.008 0.002
Si 0.017 0.005 0.006
Si 0.004 0.009 0.009
Si 0.011 -0.005 0.009
Si -0.01 0 0.019
Si -0.006 -0.007 0.004
Si -0.009 0.005 0.007
Si 0.007 0.007 0.003
Si 0.003 -0.005 0.005
Si 0.007 -0.003 0.012
Si -0.001 0.002 0.001
Si 0 0.005 -0.003
Si 0.003 0.002 -0.004
Si -0.001 -0.003 0
Si 0.001 0.006 -0.004
Si 0.002 0.001 -0.003
Si 0.004 -0.004 -0.005
Si 0 -0.006 -0.007
Si -0.002 -0.001 -0.003
Si -0.003 -0.011 0.003
Si 0 -0.009 -0.008
Si 0.002 0.016 -0.002
Si 0 -0.002 -0.006
Si 0.011 -0.005 -0.002
Si 0 -0.007 -0.003
Si -0.005 0.007 -0.01
Si 0.004 0.011 0
Si -0.001 -0.005 0
Si 0.012 0.007 0.001
Si 0 -0.007 -0.002
Si -0.005 -0.006 -0.004
Si 0.001 0 -0.004
Si -0.004 -0.007 0
Si -0.007 0.002 -0.008
Si 0.002 0.003 -0.007
Si -0.007 0.004 -0.001
Si -0.006 -0.007 -0.005
Si 0.003 0.004 -0.004
Si 0.008 0.003 0.001
Si -0.011 -0.012 -0.002
Si 0 -0.003 -0.001
Si -0.002 -0.005 -0.006
Si 0.003 0.006 -0.002
Si -0.008 -0.006 0.002
Si 0.005 0 -0.003
Si 0.014 0.013 -0.001
Si 0.005 -0.009 0
Si -0.006 0.004 0
Si 0.001 0.002 0.002
Si 0.004 0.003 -0.004
Si 0.003 0.002 -0.001
Si -0.002 -0.008 -0.001
Si 0.002 -0.004 0
Si -0.004 0 0.003
Si 0 0.002 -0.001
Si -0.009 -0.007 -0.001
Si -0.003 -0.003 -0.001
Si 0.008 0.002 0.002
Si -0.002 0 -0.002
Si -0.001 0.002 -0.001
Si 0.002 -0.002 -0.001
Si 0.006 0.002 -0.003
Si -0.003 0.009 -0.005
Si -0.001 -0.001 -0.001
Si 0.004 0.005 0.002
Si -0.003 0.005 -0.007
Si 0.011 -0.003 -0.002
Si 0 -0.006 0.001
Si -0.006 0.001 0.002
Si 0.003 0.007 0.001
Si 0.001 -0.003 -0.005
Si -0.008 -0.002 0.002
Si -0.002 0.001 0.006
Si 0.007 0.005 0.003
Si 0.005 0.007 0.004
Si -0.005 -0.005 0.002
Si 0.001 0 0.003
Si 0.004 0.002 -0.001
Si -0.001 -0.003 0
Si -0.003 0.001 -0.001
Si 0.001 -0.012 -0.002
Si 0.003 -0.002 0.003
Si 0.006 -0.002 -0.001
Si 0.001 -0.008 0.002
Si -0.01 0.003 -0.001
Si -0.008 0.002 -0.002
Si 0.006 -0.002 -0.001
Si 0.001 -0.002 0
Si -0.006 -0.003 0.001
Si 0.002 0.006 -0.004
Si -0.006 0 0.003
Si 0.001 0.011 0
Si 0.001 0.009 -0.001
Si -0.008 -0.008 -0.003
Si 0.003 0.004 -0.004
Si 0.001 0.008 0
Si 0 0.001 -0.002
Si 0.002 -0.009 0.001
Si -0.001 0.003 0.001
Si 0.004 -0.007 -0.001
Si 0.011 -0.008 0
Si -0.005 0.004 -0.002
Si 0.004 0.002 -0.003
Si 0.001 -0.002 0.006
Si -0.006 0.008 0.006
Si 0.003 -0.007 -0.002
Si -0.007 0.01 0.004
Si 0.01 -0.012 0.005
Si -0.003 0.001 0.009
Si 0.001 -0.008 0.002
Si 0.009 -0.004 -0.004
Si 0.003 0.002 -0.004
Si 0 -0.001 0.002
Si 0.002 -0.004 0
Si 0.002 -0.005 -0.001
Si 0.006 -0.004 0.005
Si -0.004 0.005 0.01
Si -0.002 0.004 0.002
Si -0.001 0.006 0
Si -0.012 -0.005 -0.002
Si -0.004 -0.001 -0.001
Si -0.011 -0.001 -0.001
Si 0.004 0.002 0.007
Si 0.011 0.003 0.003
Si 0.004 -0.005 0
Si 0.002 -0.003 -0.001
Si -0.009 0 0.003
Si 0.007 0.001 0.003
Si -0.005 0.009 0.005
Si -0.012 -0.003 -0.004
Si 0.001 -0.002 -0.001
Si 0.002 0.001 0
Si 0 0.004 -0.001
Si -0.006 0.003 0.002
Si -0.002 0 0.003
Si -0.001 0.007 -0.001
Si 0.013 -0.229 0.748
Si 0.159 -0.171 0.777
Si -0.29 0.147 0.754
Si -0.098 0.257 0.695
Si 0.133 -0.246 0.734
Si -0.03 0.263 0.74
Si -0.172 0.039 0.767
Si -0.212 0.032 0.718
Si -0.016 -0.14 0.695
Si -0.001 0.22 0.66
Si 0.209 -0.083 0.714
Si 0.176 -0.087 0.728
Si 0.042 -0.146 0.666
Si -0.261 0.363 0.716
Si 0.179 -0.103 0.722
Si 0.19 -0.13 0.703
Si -0.14 0.188 0.777
Si -0.214 0.255 0.739
Si 0.024 0.019 -0.023
Si -0.001 0.001 -0.047
Si 0.02 0.006 -0.074
Si 0.002 -0.022 -0.044
Si 0.008 -0.003 -0.058
Si 0.014 -0.03 -0.061
Si 0.001 -0.015 -0.046
Si -0.014 0.005 -0.035
Si 0.004 -0.005 -0.028
Si 0.014 0.008 -0.035
Si -0.021 0.016 -0.053
Si -0.016 0.005 -0.053
Si -0.011 0.013 -0.05
Si 0.029 -0.035 -0.071
Si -0.011 -0.006 -0.074
Si -0.023 0 -0.053
Si -0.005 -0.024 -0.06
Si -0.012 -0.003 -0.051
Si -0.032 0.03 0.031
Si -0.004 0.005 0.039
Si 0.01 0.024 0.001
Si 0.01 -0.005 0.033
Si 0.005 0.012 0.026
Si 0.031 -0.025 0.013
Si 0.011 -0.007 0.007
Si 0.009 0.002 0.017
Si -0.03 0.021 0.019
Si -0.01 -0.002 -0.001
Si 0.004 0.015 0.029
Si 0.005 -0.016 0.028
Si -0.007 -0.035 0.022
Si 0.01 0.001 -0.006
Si 0.004 0.001 0.029
Si 0.004 0.001 0.035
Si -0.007 -0.005 -0.007
Si 0.011 0.01 0.009
Si 0.007 -0.007 -0.016
Si -0.003 -0.011 -0.003
Si -0.017 -0.029 -0.007
Si 0.009 -0.004 0.003
Si -0.011 -0.014 -0.015
Si 0.002 -0.013 0.013
Si -0.013 0.011 0.008
Si 0.006 0.004 0.016
Si 0.002 -0.007 -0.011
Si -0.007 0.006 -0.001
Si 0.011 0.018 -0.012
Si -0.004 0.002 -0.032
Si -0.007 0.006 -0.013
Si 0.002 -0.007 0.025
Si 0.011 -0.003 -0.012
Si -0.003 -0.009 -0.015
Si 0.002 0.016 -0.005
Si 0.018 0.001 0.012
Si 0 -0.001 -0.011
Si 0.002 -0.004 -0.007
Si 0.006 0.006 -0.013
Si -0.002 -0.001 0.002
Si -0.009 0 -0.012
Si -0.01 0.004 -0.005
Si -0.006 -0.011 -0.005
Si -0.007 0.008 -0.013
Si -0.012 -0.008 -0.001
Si 0.015 0.005 -0.005
Si -0.001 -0.021 0.005
Si 0.006 -0.012 -0.003
Si -0.008 -0.006 0.002
Si 0.009 0.009 -0.012
Si 0.007 -0.001 0
Si 0.023 0.011 -0.005
Si 0.003 -0.001 -0.015
Si 0 0.014 -0.008
Si 0.007 0.002 0.002
Si 0.002 0.02 0.014
Si -0.008 -0.008 0.027
Si -0.01 0 -0.008
Si -0.008 0.002 0.002
Si 0.011 0.003 0.003
Si 0.007 -0.015 -0.005
Si -0.003 -0.023 0.009
Si 0.018 0.002 0
Si -0.005 0.005 -0.005
Si 0.019 -0.007 0.006
Si -0.012 0.026 -0.01
Si -0.01 0.015 -0.002
Si -0.006 -0.018 -0.003
Si -0.02 0.004 -0.001
Si -0.003 -0.009 -0.002
Si 0.01 -0.016 -0.007
Si 0.005 -0.001 0.015
Si 0.013 -0.008 -0.015
Si -0.017 0.002 -0.046
Si 0.034 0.011 -0.042
Si -0.016 -0.028 -0.011
Si -0.011 0.005 0.001
Si 0.013 -0.005 -0.032
Si -0.014 0.005 -0.029
Si 0 -0.012 -0.007
Si -0.007 -0.015 0
Si 0.008 0.006 -0.033
Si 0.015 0.019 -0.035
Si -0.022 0.034 -0.011
Si 0.014 -0.008 -0.036
Si -0.01 0 -0.001
Si 0.016 0.015 -0.023
Si 0.007 -0.007 -0.01
Si -0.02 -0.012 -0.014
Si 0.018 0.02 -0.036
Si -0.03 0.018 0.055
Si 0.015 0.004 0.039
Si 0.015 0.006 0.044
Si -0.012 -0.025 0.06
Si -0.005 0.014 0.029
Si 0.025 0.015 0.051
Si 0.013 -0.01 0.055
Si 0.011 0.01 0.017
Si -0.005 -0.003 0.049
Si 0.016 0.016 0.024
Si 0.023 -0.02 0.06
Si 0.021 -0.044 0.041
Si 0.007 0.026 0.057
Si -0.029 0.005 0.039
Si 0.001 -0.009 0.036
Si 0.003 -0.004 0.032
Si -0.005 -0.018 0.035
Si -0.012 0.022 0.066
Si 0.239 0.174 -0.74
Si -0.244 -0.038 -0.581
Si -0.009 -0.248 -0.719
Si 0.09 0.158 -0.768
Si 0.251 0.206 -0.67
Si -0.298 -0.136 -0.724
Si 0.259 0.12 -0.701
Si -0.105 -0.117 -0.697
Si 0.064 0.138 -0.757
Si -0.218 -0.183 -0.686
Si -0.108 -0.194 -0.75
Si 0.253 0.345 -0.704
Si -0.174 -0.028 -0.74
Si 0.216 0.076 -0.678
Si 0.187 0.103 -0.685
Si -0.205 -0.126 -0.744
Si 0.369 0.256 -0.657
Si -0.08 -0.331 -0.664
Si 0.022 0.032 0.022
Si 0.057 0.003 -0.033
Si 0.054 0.039 0.068
Si 0.067 -0.031 -0.022
Si 0.085 0.02 -0.058
Si 0.047 0.006 0.106
Si -0.052 -0.177 0.079
Si 0.086 -0.177 -0.037
Si -0.08 0.017 0.193
Si 0 0.112 0.039
Si 0.09 -0.043 0.011
Si 0.039 -0.162 -0.078
Si 0.035 0.138 0.103
Si -0.142 -0.083 0.054
Si -0.021 0.097 -0.082
Si -0.069 0.003 0.005
Si -0.032 -0.155 -0.026
Si 0.032 0.021 0.181
Si 0.127 -0.135 0.044
Si -0.052 -0.133 0.142
Si -0.042 0.002 -0.174
Si 0.048 0.093 0.058
Si 0.003 -0.094 -0.129
Si -0.128 0.021 0.166
Si 0.034 -0.01 0.02
Si -0.082 0.1 0.096
Si 0.104 0.038 0.015
Si 0.124 -0.001 -0.057
Si -0.082 -0.109 -0.067
Si -0.035 0.055 0.012
Si -0.042 -0.107 0.036
Si -0.02 -0.048 -0.041
Si 0.035 0.071 -0.039
Si 0.027 0.051 0.022
Si 0.124 0.124 0.282
Si -0.039 0.068 -0.08
Si 0.052 -0.08 -0.12
Si -0.025 0.031 0.169
Si 0.066 0.045 -0.138
Si -0.074 -0.021 -0.226
Si -0.032 -0.031 -0.065
Si -0.091 -0.05 -0.022
Si -0.026 -0.007 -0.024
Si 0.066 -0.046 0.099
Si 0.006 0.067 0.006
Si -0.071 0.063 -0.028
Si -0.051 0.063 0.05
Si -0.003 -0.015 0.098
Si -0.017 -0.003 -0.009
Si 0.004 -0.031 0.143
Si -0.01 0.07 0.016
Si -0.035 0.012 -0.11
Si -0.035 0.081 0.009
Si -0.015 0.024 -0.051
Si -0.007 -0.001 0.003
Si 0.009 -0.008 -0.004
Si 0.001 0.013 0.009
Si 0.002 0.01 0.011
Si -0.013 0.002 0.011
Si -0.001 -0.009 0.01
Si 0.003 -0.004 -0.003
Si 0.008 -0.013 0.007
Si -0.013 0.002 0.009
Si 0.001 0.001 0.003
Si -0.001 0.004 0.009
Si 0.008 -0.004 0.003
Si 0.001 0.004 0.001
Si 0.017 0.015 0.004
Si -0.002 -0.002 0.005
Si 0.013 0.007 0.006
Si -0.006 -0.002 -0.003
Si 0.012 0.01 0.006
Si -0.003 -0.001 -0.001
Si -0.001 0.01 -0.002
Si -0.007 0.002 0.003
Si -0.001 0.005 -0.001
Si 0.007 0.003 0
Si 0.001 -0.005 -0.001
Si 0.012 -0.001 0
Si 0.003 -0.002 0
Si -0.001 -0.006 0
Si -0.003 -0.002 -0.003
Si -0.005 0 0
Si 0 -0.005 -0.002
Si 0 -0.006 0
Si 0.004 -0.011 0.002
Si -0.006 -0.006 -0.007
Si 0.004 -0.005 -0.001
Si -0.002 0.007 -0.004
Si 0 -0.002 0.002
Si 0.004 0.016 0.001
Si -0.012 -0.015 -0.002
Si 0.008 0.005 -0.001
Si 0.005 -0.003 -0.001
Si -0.006 -0.007 -0.002
Si -0.002 0 -0.006
Si -0.003 -0.007 -0.01
Si -0.003 0.008 -0.007
Si -0.006 -0.007 -0.007
Si 0.006 0.006 -0.005
Si 0.014 0.013 0.002
Si -0.008 -0.009 -0.003
Si -0.014 -0.009 -0.008
Si 0.001 -0.007 -0.01
Si 0.008 0.008 -0.004
Si -0.006 -0.006 -0.005
Si 0.004 0.01 -0.001
Si 0.008 0.003 -0.007
Si 0.006 -0.001 -0.001
Si 0.002 -0.004 0.008
Si 0 0 -0.001
Si 0.001 0 0
Si 0.003 0.002 -0.001
Si -0.001 -0.005 0.004
Si 0 0.005 0.003
Si 0.003 0.004 0.004
Si 0.001 0.002 -0.002
Si -0.006 -0.002 -0.004
Si -0.003 -0.001 -0.005
Si 0 0.004 0.004
Si -0.001 0.001 -0.002
Si -0.003 0.005 0.001
Si -0.003 -0.007 -0.001
Si 0 0.005 -0.002
Si 0 -0.002 0
Si 0.002 -0.005 0.002
Si -0.01 0.01 0
Si -0.003 0.005 -0.004
Si 0.005 -0.004 0
Si -0.005 -0.001 -0.003
Si 0.004 -0.007 -0.003
Si 0.013 0.001 0
Si 0.008 -0.008 -0.002
Si -0.003 -0.005 -0.002
Si -0.009 0 0
Si 0.004 0.001 0
Si 0.007 -0.001 0.001
Si -0.001 -0.005 -0.003
Si -0.005 0.002 -0.003
Si 0.001 -0.005 -0.005
Si 0.001 0.003 0
Si -0.005 0.001 -0.006
Si 0.001 0.004 -0.004
Si 0.004 0.001 -0.001
Si 0.012 0.003 0.006
Si 0.006 -0.003 0.003
Si -0.001 0.004 0.003
Si 0.002 -0.01 -0.004
Si -0.005 0.004 0.005
Si -0.009 0.009 0.001
Si -0.01 0.004 0.003
Si -0.006 0.003 -0.003
Si 0.002 0 0.001
Si 0.004 0.002 0
Si -0.001 0.001 -0.003
Si -0.003 -0.001 -0.001
Si -0.003 -0.005 -0.006
Si -0.005 0.005 0.005
Si 0.003 0.001 -0.003
Si 0.002 0 -0.002
Si 0 -0.003 0.003
Si 0.006 -0.009 0.003
Si 0 -0.005 0.001
Si -0.006 -0.002 -0.006
Si 0 0.003 -0.006
Si 0.006 -0.008 0.005
Si -0.004 0.01 0.005
Si 0.008 -0.012 -0.002
Si -0.005 0.008 0
Si 0.009 -0.011 0.004
Si -0.011 0.004 -0.004
Si -0.006 0.004 -0.001
Si 0.007 0.002 -0.002
Si 0.004 0 0.001
Si 0.008 -0.002 0.005
Si -0.011 0.007 -0.004
Si 0.003 -0.002 0
Si 0.007 -0.01 -0.004
Si -0.001 0.002 0.003
Si -0.005 0.01 -0.004
Si 0.002 0.001 0.005
Si 0.01 0.007 0.01
Si -0.011 -0.008 -0.004
Si -0.012 -0.012 0.004
Si 0.011 0.002 0.005
Si 0.007 0.005 0.003
Si 0.002 -0.003 0.003
Si -0.003 0.005 0.007
Si 0.011 0.006 0.006
Si 0.011 0 0.003
Si -0.004 0.002 0.011
Si -0.009 0.009 0.003
Si -0.011 -0.005 0.004
Si 0.005 0 -0.001
Si -0.005 0.001 -0.002
Si -0.002 0.007 0.003
Si 0.005 -0.001 0
Si 0 -0.007 0.006
Si 0.196 -0.057 0.727
Si 0.076 -0.202 0.697
Si -0.106 0.215 0.763
Si -0.046 -0.056 0.655
Si 0.154 -0.199 0.691
Si -0.209 0.108 0.676
Si -0.075 0.281 0.777
Si -0.181 0.083 0.639
Si 0.357 -0.092 0.648
Si -0.142 -0.014 0.748
Si 0.123 -0.074 0.773
Si 0.118 -0.122 0.774
Si -0.06 -0.203 0.59
Si -0.14 0.253 0.725
Si 0.192 0.023 0.641
Si 0.144 -0.09 0.747
Si -0.172 0.085 0.726
Si -0.127 0.15 0.756
Si -0.035 -0.003 -0.039
Si -0.013 0.008 -0.043
Si -0.022 -0.023 -0.053
Si -0.006 0.021 -0.01
Si 0.017 0.012 -0.012
Si 0.002 -0.019 -0.061
Si -0.027 -0.025 -0.073
Si 0.004 -0.001 -0.042
Si -0.038 0.005 -0.03
Si 0.015 0.001 -0.036
Si -0.017 0.003 -0.054
Si -0.021 0.025 -0.043
Si 0.015 0.026 -0.051
Si -0.014 0.006 -0.072
Si -0.011 0.006 -0.055
Si -0.011 -0.001 -0.057
Si 0.004 -0.022 -0.058
Si -0.002 -0.014 -0.05
Si 0.019 0.003 0.036
Si -0.019 0.007 0.025
Si 0.01 0.026 0.006
Si -0.005 0.03 0.016
Si 0.007 -0.003 0.012
Si -0.016 -0.011 0.005
Si 0.028 -0.016 -0.002
Si 0.011 0.024 0.029
Si 0.018 -0.051 0.003
Si -0.017 -0.005 0.011
Si 0.011 0.008 0.053
Si -0.005 -0.011 0.035
Si -0.018 -0.022 0.033
Si -0.01 -0.013 -0.008
Si 0.007 -0.002 0.022
Si 0.004 -0.009 0.034
Si -0.004 0.011 0.001
Si 0.01 0.01 0.021
Si 0.002 0.013 -0.016
Si -0.011 0.01 0
Si 0.007 -0.004 0.004
Si -0.011 0.003 0.005
Si -0.011 -0.001 0
Si -0.014 -0.008 0.006
Si 0.001 0.017 0.006
Si 0.003 0.02 -0.006
Si -0.025 0.006 -0.019
Si 0 -0.019 0.002
Si 0.004 -0.004 -0.012
Si 0 0.018 -0.022
Si -0.001 -0.001 -0.005
Si 0.013 0.007 0.023
Si 0.01 0.013 -0.017
Si 0.004 0.001 -0.012
Si 0.008 -0.006 -0.004
Si 0.003 0.005 0.016
Si -0.026 -0.004 -0.007
Si 0.004 0.017 -0.011
Si -0.007 0 -0.015
Si 0.017 0.002 -0.012
Si 0 -0.006 -0.002
Si -0.011 0.001 -0.012
Si -0.011 0.012 0.004
Si -0.016 -0.006 -0.011
Si 0.017 -0.005 -0.017
Si -0.004 0.001 -0.008
Si 0.007 0.004 -0.007
Si 0.002 0.01 -0.001
Si -0.005 -0.008 -0.005
Si -0.01 -0.008 -0.001
Si -0.012 -0.003 -0.002
Si 0.022 -0.009 -0.011
Si 0.005 -0.016 0.001
Si -0.002 0.004 -0.009
Si 0.003 0.006 -0.01
Si -0.01 0.009 0.019
Si -0.032 -0.015 -0.013
Si -0.03 -0.007 0.003
Si -0.006 0.016 -0.018
Si 0.009 -0.011 0.003
Si 0.008 -0.017 -0.003
